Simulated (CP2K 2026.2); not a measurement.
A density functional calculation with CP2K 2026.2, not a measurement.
Periodic cell of 2016 atoms, Si1440O576, from a study of silicon, its oxide and their interface. The atomic structure is a simulated model.
Doubt: the forces sum to 4.65 eV/angstrom along one axis rather than to zero, so they err by at least 0.0023 eV/angstrom per atom on average; the grid cutoff is modest.

Settings
functional: PBE
method: Gaussian and plane waves
basis set: DZVP-MOLOPT-SR-GTH
pseudopotentials: GTH-PBE
grid cutoff: 300 Ry, relative cutoff 40 Ry
k points: Gamma only
occupations: fixed
spin: none
net charge: 0

Cell vectors (angstrom)
a 65.28 0 0
b 0 16.32 0
c 0.0069 5.2403 33.3213

Atoms and the computed forces on them: element, x, y, z (angstrom), force x, y, z (eV/angstrom)
Si 1.445 -1.532 0.126 -0.172 0.173 0.686
Si 4.159 1.275 0.093 -0.203 0.199 0.706
Si 1.145 4.375 0.045 0.166 -0.186 0.752
Si 4.447 6.491 0.185 -0.153 0.013 0.721
Si 1.152 -6.536 0.084 0.113 -0.106 0.744
Si 3.772 -3.672 -0.049 0.259 -0.264 0.78
Si 6.487 -0.888 0.025 0.227 -0.242 0.728
Si 9.92 1.24 0.168 -0.181 -0.063 0.703
Si 6.537 4.15 0.095 0.208 -0.04 0.613
Si 9.35 7.055 0.071 -0.007 -0.139 0.635
Si 7.031 9.169 0.05 -0.096 0.158 0.682
Si -6.386 -4.475 -0.101 -0.2 0.286 0.684
Si -4.271 -0.927 0.112 0.109 -0.341 0.696
Si -1.629 1.634 0.095 0.33 -0.219 0.717
Si -3.953 3.812 0.173 -0.121 0.371 0.715
Si -1.026 6.672 0.133 -0.247 0.057 0.693
Si -4.296 -6.82 0.096 0.211 -0.066 0.691
Si -1.139 -4.389 -0.049 -0.145 0.141 0.657
Si 2.639 0.048 1.379 0.019 -0.008 -0.047
Si 5.346 2.743 1.495 -0.013 -0.004 -0.036
Si 2.751 5.434 1.403 -0.008 -0.004 -0.025
Si 5.546 8.075 1.471 0.005 -0.006 -0.049
Si 2.771 -5.364 1.296 -0.009 -0.001 -0.044
Si 5.437 -2.622 1.253 -0.006 -0.004 -0.063
Si 8.181 0.114 1.332 0.035 -0.004 -0.052
Si -5.486 2.727 1.533 -0.006 0.006 -0.07
Si 8.217 5.36 1.272 -0.021 0.012 -0.017
Si -5.519 8.071 1.443 -0.004 0.008 -0.066
Si 8.094 -5.512 1.397 -0.002 -0.028 -0.055
Si -5.355 -2.753 1.188 -0.026 0.014 -0.042
Si -2.697 0.071 1.483 -0.015 0.009 -0.092
Si 0.021 2.755 1.328 -0.003 0.02 -0.067
Si -2.744 5.508 1.294 0.035 -0.005 -0.05
Si 0.099 8.196 1.476 0.016 0.001 -0.045
Si -2.685 -5.557 1.291 -0.024 -0.021 -0.043
Si -0.075 -2.785 1.357 0.017 -0.034 -0.053
Si 1.325 1.399 2.737 -0.004 0.03 -0.005
Si 4.018 4.079 2.837 -0.005 0.017 0.013
Si 1.469 6.84 2.783 0.002 -0.021 0.019
Si 4.127 9.547 2.66 -0.032 -0.015 -0.004
Si 1.376 -4.076 2.72 0.013 0.013 0.04
Si 4.078 -1.311 2.697 -0.005 -0.015 0.041
Si 6.831 1.42 2.75 -0.007 0.003 0.028
Si 9.589 4.079 2.707 -0.028 0.01 0.015
Si 6.911 6.707 2.778 0.035 -0.012 0.026
Si 9.489 -6.773 2.828 -0.018 -0.006 0.033
Si 6.762 -4.036 2.646 0.001 0.024 0.002
Si -6.762 -1.474 2.667 0.027 0.008 0.008
Si -4.076 1.385 2.853 0.004 -0.001 0.028
Si -1.365 4.125 2.682 -0.012 -0.003 0.046
Si -4.078 6.777 2.741 0.021 -0.008 0.008
Si -1.355 -6.825 2.759 -0.003 0.001 0.019
Si -4.015 -4.096 2.624 -0.005 -0.004 0.004
Si -1.364 -1.385 2.733 0.001 -0.003 0.009
Si 0.001 -0.006 4.075 -0.001 -0.006 0
Si 2.684 2.701 4.148 0.007 0.007 0.016
Si 0.029 5.455 4.061 -0.007 -0.009 -0.023
Si 2.808 8.21 4.1 0.014 0.002 0.03
Si 0.028 -5.449 4.081 0.022 0.006 -0.005
Si 2.738 -2.696 4.065 -0.004 -0.013 -0.008
Si 5.464 0.018 4.071 -0.007 -0.005 -0.009
Si 8.21 2.752 4.095 -0.013 0.01 0.009
Si 5.469 5.423 4.125 0.008 0.014 -0.007
Si 8.19 -8.194 4.154 0.007 -0.007 0.002
Si 5.45 -5.408 4.045 0.011 -0.007 0.008
Si 8.145 -2.714 4.053 -0.008 0.002 0
Si -5.447 -0.07 4.076 -0.005 -0.016 -0.005
Si -2.679 2.768 4.119 -0.002 0.025 -0.007
Si -5.401 5.443 4.153 -0.009 0.011 -0.002
Si -2.719 8.141 4.098 0 0.006 0.004
Si -5.371 -5.428 4.06 0.011 -0.002 -0.012
Si -2.715 -2.751 4.065 -0.002 -0.027 -0.001
Si 1.331 -1.383 16.287 -0.014 -0.009 -0.003
Si 4.076 1.359 16.336 0.01 0.007 0.001
Si 1.342 4.06 16.269 -0.017 0.004 -0.002
Si 4.099 6.806 16.27 -0.003 0.016 -0.008
Si 1.345 -6.834 16.237 0.014 -0.008 -0.011
Si 4.065 -4.093 16.292 0.001 -0.001 -0.005
Si 6.788 -1.372 16.332 0.012 -0.01 -0.006
Si -6.779 1.342 16.231 -0.004 0.01 -0.021
Si 6.821 4.071 16.362 -0.01 0.006 -0.002
Si -6.796 6.76 16.191 0.011 0.002 -0.009
Si 6.773 -6.829 16.336 -0.011 -0.002 -0.006
Si -6.815 -4.125 16.25 -0.011 0.008 -0.01
Si -4.093 -1.401 16.276 -0.008 -0.008 0
Si -1.391 1.301 16.216 0.003 -0.009 -0.009
Si -4.126 4.025 16.21 0.003 0 -0.002
Si -1.382 6.77 16.25 -0.005 0 0
Si -4.104 9.485 16.247 -0.002 0 -0.004
Si -1.385 -4.081 16.259 0.017 0.003 -0.004
Si 2.686 -0.025 17.648 -0.01 0.008 -0.007
Si 5.43 2.739 17.703 0.011 -0.014 0.002
Si 2.693 5.481 17.578 0.011 -0.005 -0.018
Si 5.442 8.104 17.709 -0.002 -0.001 0.019
Si 2.699 -5.493 17.591 -0.001 0.012 0.002
Si 5.412 -2.738 17.672 -0.013 0.002 -0.006
Si 8.123 -0.011 17.711 -0.024 0.007 0.016
Si -5.435 2.682 17.643 0.003 -0.007 -0.009
Si 8.173 5.378 17.799 0.023 -0.013 -0.007
Si -5.505 8.144 17.584 -0.018 -0.004 0.026
Si 8.099 -5.443 17.69 0.012 -0.01 0.001
Si -5.449 -2.793 17.616 0.005 0.01 0
Si -2.753 -0.008 17.623 0.012 0.014 -0.003
Si -0.028 2.634 17.555 0.013 0.011 0.005
Si -2.792 5.395 17.539 -0.001 0.005 0.005
Si -0.02 -8.178 17.599 -0.002 0.01 -0.006
Si -2.729 -5.476 17.586 -0.01 0.01 -0.001
Si -0.07 -2.707 17.647 -0.004 -0.011 0.011
Si 1.315 1.332 18.988 -0.024 0 -0.008
Si 4.029 4.172 18.957 0.007 0.017 -0.017
Si 1.332 6.797 18.959 0.018 0 0.003
Si 4.025 -6.846 18.991 0.002 -0.002 -0.038
Si 1.29 -4.156 18.895 -0.005 -0.014 -0.052
Si 4.044 -1.376 19.009 0.01 0.011 -0.009
Si 6.777 1.366 19.08 0.012 0.002 -0.029
Si -6.786 4.041 19.004 -0.008 0.03 0.001
Si 6.786 6.728 19.124 -0.01 0.004 -0.016
Si -6.816 9.488 19.032 0.019 0 -0.011
Si 6.706 -4.125 19.064 -0.004 -0.019 -0.018
Si 9.445 -1.422 19.058 0 -0.028 -0.031
Si -4.101 1.317 19.033 0.013 -0.002 -0.008
Si -1.466 3.956 18.82 -0.036 -0.014 -0.041
Si -4.159 6.758 18.89 0.003 -0.031 -0.038
Si -1.382 -6.827 18.95 0.015 0 -0.001
Si -4.09 -4.177 18.972 -0.013 -0.011 -0.02
Si -1.425 -1.314 19.031 0.037 0.004 -0.014
Si -0.045 0.04 20.434 -0.001 0.003 0.037
Si 2.639 2.823 20.233 -0.014 0.001 0.042
Si -0.09 5.316 20.066 0.012 -0.012 0.028
Si 2.641 8.159 20.378 0.005 0.006 0.049
Si -0.045 -5.482 20.328 0.025 0.009 0.051
Si 2.662 -2.823 20.222 0.004 -0.036 0.057
Si 5.314 0.051 20.389 0.008 0.015 0.06
Si 8.123 2.607 20.614 0.011 -0.015 0.042
Si 5.345 5.406 20.47 0.006 0.006 0.026
Si 8.13 8.137 20.467 0.008 -0.001 0.043
Si 5.356 -5.517 20.411 -0.008 -0.012 0.058
Si 8.018 -2.76 20.43 0.009 0.01 0.048
Si -5.503 -0.072 20.319 0.01 0.005 0.077
Si -2.749 2.711 20.373 0.019 -0.009 0.073
Si -5.471 5.453 20.358 0.008 0.004 0.073
Si -2.757 -8.235 20.202 -0.021 0.017 0.062
Si -5.348 -5.551 20.436 -0.003 -0.019 0.026
Si -2.817 -2.735 20.307 -0.007 0.009 0.043
Si 1.146 -1.666 21.523 0.111 0.292 -0.696
Si 4.091 1.679 21.61 0.03 -0.166 -0.603
Si 1.023 3.918 21.529 0.14 0.014 -0.723
Si 4.197 7.054 21.742 -0.151 -0.243 -0.786
Si 1.5 -6.579 21.718 -0.146 -0.208 -0.757
Si 3.713 -4.372 21.628 0.169 0.071 -0.746
Si 6.84 -1.141 21.682 -0.143 -0.201 -0.783
Si -7.036 1.032 21.703 0.184 0.316 -0.706
Si 6.417 3.749 21.776 0.052 0.07 -0.691
Si -6.58 7.057 21.699 -0.148 -0.24 -0.718
Si 6.492 -7.1 21.752 0.149 0.236 -0.713
Si 9.591 -4.038 21.615 -0.334 -0.102 -0.678
Si -4.48 -1.713 21.63 0.19 0.072 -0.744
Si -1.156 1.674 21.769 -0.124 -0.201 -0.693
Si -3.844 4.375 21.637 -0.113 -0.181 -0.731
Si -1.583 6.466 21.36 -0.014 0.056 -0.739
Si -4.152 -7.199 21.751 0.123 0.307 -0.643
Si -1.179 -3.835 21.533 -0.212 -0.254 -0.718
Si -7.498 -7.427 -5.269 0.061 -0.018 0.169
Si 6.439 7.345 25.958 -0.127 -0.039 -0.003
Si -2.161 5.68 -3.778 -0.001 0.108 0.111
Si -7.673 -4.558 24.337 0.021 0.104 -0.078
Si 2.645 7.927 -1.961 0.016 -0.015 0.11
Si 6.402 -2.39 -4.729 -0.024 -0.038 -0.028
Si -9.173 -2.315 -2.742 -0.087 0.084 0.014
Si 2.246 5.803 23.832 -0.11 0.033 -0.067
Si -5.394 -3.431 25.968 0.019 0.072 0.034
Si -9.259 6.908 -3.746 -0.142 -0.115 0.097
Si -6.462 -3.355 -2.985 -0.053 -0.18 0.073
Si 2.43 0.022 23.717 0.005 0.092 -0.13
Si 0.738 6.468 -3.616 0 -0.012 -0.114
Si -2.285 1.378 24.736 0.01 -0.009 -0.259
Si 4.289 -4.107 -3.162 -0.094 0.088 0.075
Si 0.604 1.52 25.674 0.076 -0.005 0.039
Si 1.593 4.79 -6.023 0.024 0.059 0.079
Si -4.423 3.659 24.637 0.019 0.02 -0.24
Si 5.308 0.19 -5.1 0.099 -0.132 -0.002
Si 2.976 3.12 -2.188 -0.11 -0.075 0.114
Si -2.811 -7.58 24.607 0.052 -0.006 -0.197
Si 2.324 -0.268 -4.972 -0.103 -0.029 0.058
Si 2.62 3.472 25.72 0.073 -0.03 -0.138
Si 4.621 4.428 -6.534 -0.016 0.068 0.03
Si 1.093 2.34 -4.512 0.071 -0.017 0.049
Si -4.638 6.53 25.9 -0.114 0.064 0.008
Si -4.443 3.999 -2.878 0.046 0.016 -0.023
Si 0.035 7.89 23.718 -0.026 -0.01 -0.001
Si -7.55 6.768 24.727 0.152 0.172 -0.138
Si -2.944 5.945 -6.796 -0.082 0.037 -0.059
Si 0.532 -1.247 -2.811 0.02 0.009 0.097
Si -2.286 -6 -4.292 -0.165 -0.095 0.017
Si -2.593 -8.164 -2.115 -0.021 -0.081 0.091
Si 2.244 -4.802 -5.215 -0.038 0.027 -0.068
Si 4.554 7.955 -4.126 0.144 -0.005 0.106
Si -1.31 -3.542 24.362 -0.06 -0.031 -0.106
Si 7.293 -4.172 -7.088 0.069 -0.03 0.043
Si -4.021 1.329 -4.261 -0.009 -0.037 0
Si -3.991 -1.418 -2.811 0.073 0.052 0
Si -6.835 5.357 -2.529 -0.055 -0.008 0.179
Si 7.711 5.58 24.041 0.049 0.009 -0.171
Si -5.422 -5.671 -4.915 0.012 0.001 -0.004
Si 4.282 7.436 -7.099 -0.062 -0.14 0.069
Si -8.289 2.775 -1.845 -0.028 0.01 0.09
Si -3.408 -1.352 24.508 -0.025 -0.171 -0.011
Si 4.239 0.733 25.831 -0.079 0.172 0.007
Si -1.155 1.206 -3.022 -0.081 0.02 0.162
Si 6.244 -6.373 -2.873 0.108 -0.051 0.167
Si 5.596 -3.025 23.707 -0.029 -0.058 -0.15
Si -1.608 -3.299 -2.954 -0.032 0.076 0.216
Si 1.196 -3.847 25.75 0.049 -0.063 0.05
Si 5.029 4.92 -3.616 -0.044 -0.071 -0.061
Si -9.127 4.356 24.185 0.062 0.192 -0.01
Si 0.291 -7.225 -5.202 -0.023 0.021 0.031
Si 1.384 -1.346 5.432 0.008 0.002 0.011
Si 4.102 1.355 5.453 0.006 -0.003 0.007
Si 1.348 4.091 5.465 -0.008 0.007 0.004
Si 4.139 6.826 5.461 0 -0.003 0.004
Si 1.396 9.525 5.443 -0.007 0.007 0.002
Si 4.091 -4.069 5.425 -0.011 0.007 0.005
Si 6.806 -1.356 5.434 0.003 -0.005 0.007
Si 9.55 1.367 5.453 0.009 -0.005 0.01
Si 6.839 4.076 5.474 0.003 0.003 0.004
Si 9.581 6.798 5.484 -0.01 -0.01 0.013
Si 6.805 -6.785 5.433 -0.008 0.004 -0.004
Si 9.517 -4.049 5.449 0.007 0.001 0.009
Si -4.075 -1.401 5.432 -0.009 -0.002 0.014
Si -1.342 1.359 5.443 -0.003 0.003 0.008
Si -4.049 4.08 5.49 0.012 -0.005 0.022
Si -1.334 6.791 5.437 0.001 -0.003 -0.005
Si -4.052 -6.797 5.444 -0.002 0.004 0.013
Si -1.332 -4.085 5.428 -0.01 -0.001 0.006
Si 2.748 -0.008 6.807 0.005 0.002 -0.009
Si 5.47 2.709 6.814 0 -0.002 -0.007
Si 2.75 5.449 6.79 0.002 0.009 -0.008
Si 5.475 -8.136 6.828 -0.003 -0.004 -0.001
Si 2.745 -5.429 6.8 -0.002 -0.005 0
Si 5.459 -2.722 6.796 0.001 -0.003 -0.002
Si 8.18 -0.001 6.799 -0.006 -0.002 -0.008
Si 10.918 2.726 6.806 -0.006 0.015 -0.006
Si 8.201 5.441 6.826 0.002 0.009 0.003
Si 10.923 -8.138 6.826 0.015 -0.008 -0.004
Si 8.174 -5.432 6.801 0.005 0 -0.005
Si 10.896 -2.713 6.82 -0.005 -0.009 0.001
Si -2.712 -0.019 6.775 0.002 0 -0.003
Si 0.015 2.71 6.816 0 0.006 -0.008
Si -2.684 5.443 6.82 -0.001 -0.001 -0.005
Si 0.034 8.151 6.788 0 -0.004 -0.008
Si -2.684 -5.448 6.791 0.001 -0.003 -0.008
Si 0.023 -2.716 6.782 0.001 -0.005 -0.005
Si 1.391 1.355 8.159 0.007 0.001 -0.004
Si 4.108 4.083 8.154 0.004 0.006 -0.005
Si 1.39 6.796 8.154 -0.006 -0.008 -0.006
Si 4.1 -6.787 8.171 -0.003 0 0
Si 1.38 -4.074 8.15 0.003 -0.004 -0.001
Si 4.107 -1.367 8.164 -0.012 0 0.001
Si 6.827 1.351 8.173 -0.004 -0.007 0.002
Si 9.558 4.078 8.179 -0.001 -0.005 -0.001
Si 6.839 6.811 8.174 0.012 0.012 -0.001
Si 9.542 -6.786 8.171 -0.001 0.004 -0.002
Si 6.82 -4.074 8.166 -0.011 -0.008 -0.008
Si 9.54 -1.35 8.176 0.009 0.008 -0.003
Si -4.067 1.331 8.144 -0.007 0.001 0.004
Si -1.339 4.068 8.169 -0.009 -0.004 0.002
Si -4.052 6.798 8.163 0.014 0.015 0.003
Si -1.328 -6.812 8.142 0.003 0.004 -0.002
Si -4.07 -4.1 8.13 -0.005 -0.009 -0.007
Si -1.345 -1.367 8.138 0.004 0.005 -0.009
Si 0.021 -0.012 9.497 0 0.001 -0.004
Si 2.754 2.715 9.514 -0.003 -0.002 -0.004
Si 0.035 5.429 9.51 0.012 0.001 -0.003
Si 2.744 -8.164 9.515 -0.007 0.004 0.003
Si 0.024 -5.45 9.497 -0.007 -0.008 -0.001
Si 2.743 -2.724 9.514 0.008 0.004 0.001
Si 5.468 -0.01 9.529 0.002 -0.004 0.001
Si 8.19 2.715 9.531 0.007 -0.004 0
Si 5.471 5.439 9.518 -0.006 0.005 -0.002
Si 8.194 -8.153 9.537 -0.003 -0.004 0.004
Si 5.466 -5.435 9.53 -0.001 0.008 0.004
Si 8.18 -2.717 9.534 0 -0.007 -0.005
Si -5.443 -0.032 9.48 0.001 0 0.001
Si -2.708 2.696 9.496 0.008 0.005 0.001
Si -5.435 5.415 9.475 0.004 -0.003 -0.004
Si -2.688 -8.166 9.504 0.006 -0.004 0
Si -5.435 -5.453 9.484 -0.002 0.008 -0.003
Si -2.71 -2.737 9.482 -0.007 0.001 -0.004
Si 1.377 -1.367 10.862 -0.004 -0.001 -0.002
Si 4.109 1.354 10.88 0.002 0.002 0.003
Si 1.389 4.065 10.869 0.003 -0.001 0.003
Si 4.105 -9.527 10.872 0 0.003 -0.001
Si 1.377 -6.807 10.863 -0.003 0.007 0.003
Si 4.103 -4.075 10.881 -0.012 -0.006 0
Si 6.822 -1.363 10.902 -0.004 0.001 0.004
Si 9.541 1.361 10.905 0.002 0 0.001
Si 6.826 4.076 10.885 0.002 0 -0.001
Si 9.546 -9.519 10.9 0.006 0.006 0
Si 6.826 -6.797 10.889 -0.004 -0.002 -0.001
Si 9.535 -4.072 10.907 0 0.002 0.001
Si -4.08 -1.388 10.834 -0.005 0.004 0.002
Si -1.343 1.342 10.85 0.001 0.001 0.002
Si -4.077 4.055 10.833 0.002 -0.009 0
Si -1.333 6.788 10.854 -0.004 -0.002 0.004
Si -4.071 -6.813 10.835 -0.002 -0.01 -0.001
Si -1.352 -4.098 10.839 0.01 -0.001 -0.004
Si 2.736 -0.009 12.224 -0.003 -0.001 -0.001
Si 5.471 2.71 12.247 -0.004 0 0
Si 2.75 5.422 12.227 -0.005 0 -0.001
Si 5.462 -8.167 12.233 0.004 -0.001 0.003
Si 2.734 -5.444 12.216 0.008 0.003 -0.001
Si 5.458 -2.724 12.257 -0.003 -0.002 -0.002
Si 8.179 0 12.268 0.005 0 -0.002
Si 10.892 2.722 12.273 -0.011 0 -0.006
Si 8.184 5.433 12.253 0 0.006 0.001
Si 10.891 -8.162 12.277 -0.003 -0.003 0.002
Si 8.18 -5.445 12.265 -0.004 0 0.002
Si 10.886 -2.704 12.274 0.006 0.002 -0.002
Si -2.714 -0.029 12.18 0.004 0.004 -0.003
Si 0.017 2.699 12.21 0.003 0.002 -0.001
Si -2.707 5.414 12.179 0.008 0.007 -0.006
Si 0.015 8.15 12.218 0.01 -0.001 0.002
Si -2.719 -5.453 12.195 -0.003 0.004 0
Si 0.008 -2.742 12.194 -0.009 -0.003 -0.005
Si 1.371 1.343 13.578 -0.006 0.002 0.008
Si 4.107 4.067 13.599 0.009 -0.005 0.006
Si 1.372 6.777 13.564 0.008 0.001 0.006
Si 4.093 -6.8 13.57 -0.018 0.004 -0.004
Si 1.363 -4.091 13.563 -0.001 -0.003 -0.003
Si 4.083 -1.363 13.601 -0.005 0.005 0.004
Si 6.818 1.355 13.631 0.002 0.002 0.004
Si 9.527 4.071 13.633 0.008 -0.005 0.002
Si 6.814 -9.529 13.6 -0.011 0.005 -0.001
Si 9.524 -6.814 13.64 0.007 -0.007 0.005
Si 6.817 -4.087 13.621 0.001 -0.009 0.006
Si 9.534 -1.344 13.649 -0.006 -0.004 0.006
Si -4.085 1.32 13.523 0.004 -0.005 0.008
Si -1.362 4.055 13.546 -0.004 0.008 0.002
Si -4.071 6.772 13.52 0.005 -0.017 0.001
Si -1.365 9.51 13.557 -0.004 0.001 0.01
Si -4.093 -4.102 13.543 -0.01 0.011 0.006
Si -1.365 -1.394 13.536 0.013 -0.007 -0.002
Si -0.007 -0.045 14.891 -0.008 -0.001 -0.001
Si 2.732 2.705 14.942 0.001 -0.003 0.008
Si -0.008 5.416 14.904 0.006 -0.002 -0.002
Si 2.734 8.147 14.903 0.009 0 0.003
Si -0.009 -5.443 14.912 0 0.008 0.005
Si 2.707 -2.734 14.936 -0.003 0.005 0.001
Si 5.435 -0.005 14.973 -0.006 -0.001 0.004
Si 8.178 2.711 15.007 -0.005 0.007 0.005
Si 5.473 5.422 14.964 0.008 0.007 0
Si 8.152 -8.186 14.992 0.002 -0.009 -0.002
Si 5.44 -5.457 14.956 0.001 -0.004 0.007
Si 8.171 -2.723 14.989 0.002 0.001 -0.002
Si -5.432 -0.037 14.895 0.006 0.012 0.004
Si -2.736 2.682 14.875 0.004 0.005 -0.001
Si -5.446 5.402 14.842 -0.005 -0.009 0.004
Si -2.733 8.135 14.893 -0.002 -0.004 0.004
Si -5.454 -5.474 14.885 0.006 -0.001 0.008
Si -2.737 -2.738 14.894 0.003 0.001 0.011
Si 18.019 -1.592 0.003 -0.185 0.085 0.785
Si 20.715 1.194 0.081 -0.128 0.038 0.674
Si 17.309 4.471 -0.197 0.264 -0.274 0.739
Si 20.753 6.598 0.006 -0.278 0.097 0.671
Si 17.459 -6.367 -0.102 0.224 -0.256 0.725
Si 20.287 -3.744 -0.021 0.13 -0.167 0.756
Si 22.997 -0.965 -0.043 0.122 -0.188 0.66
Si 26.087 1.255 0.043 -0.166 0.226 0.728
Si 22.918 4.373 0.273 0.029 -0.097 0.75
Si 25.446 7.093 0.076 0.172 -0.057 0.724
Si 23.208 9.293 0.005 -0.035 0.247 0.648
Si 9.627 -4.33 0.124 -0.189 0.268 0.605
Si 11.931 -1.131 -0.049 0.2 -0.16 0.73
Si 14.797 1.489 0.061 0.19 -0.172 0.722
Si 12.618 3.747 0.121 -0.01 0.167 0.778
Si 15.192 6.846 -0.04 -0.19 0.076 0.668
Si 11.936 -6.541 0.146 0.274 -0.273 0.648
Si 15.136 -4.363 0.372 0.069 0.083 0.599
Si 19.114 0.013 1.336 0.014 -0.013 -0.064
Si 21.758 2.758 1.467 -0.006 0 -0.018
Si 19.014 5.481 1.161 -0.005 -0.005 -0.039
Si 21.77 8.154 1.437 0.01 -0.012 -0.046
Si 19.096 -5.343 1.259 0.006 0.015 -0.06
Si 21.845 -2.583 1.282 -0.015 0.016 -0.058
Si 24.502 0.129 1.377 0.022 -0.006 -0.038
Si 11.079 2.689 1.541 0.005 0.009 -0.066
Si 24.433 5.577 1.541 -0.004 0.005 -0.049
Si 10.832 -8.121 1.469 -0.001 -0.03 -0.046
Si 24.408 -5.418 1.304 -0.004 -0.043 -0.038
Si 10.797 -2.668 1.321 -0.003 -0.011 -0.02
Si 13.588 -0.069 1.327 -0.021 -0.004 -0.046
Si 16.366 2.788 1.231 -0.004 0.021 -0.038
Si 13.651 5.541 1.251 -0.005 -0.013 -0.054
Si 16.415 -8.021 1.309 -0.003 0.014 -0.064
Si 13.6 -5.593 1.552 -0.039 0.017 -0.001
Si 16.413 -2.698 1.379 0.03 0.044 -0.026
Si 17.716 1.42 2.626 -0.021 -0.008 -0.001
Si 20.304 4.13 2.679 -0.021 0.038 0.026
Si 17.752 6.869 2.627 0.001 -0.025 0.021
Si 20.384 9.58 2.667 -0.011 0.017 0.018
Si 17.752 -4.061 2.742 0.017 -0.016 0.017
Si 20.469 -1.309 2.734 -0.017 -0.026 0.033
Si 23.163 1.442 2.792 0.009 -0.004 0.03
Si 25.872 4.158 2.73 0 -0.031 0.007
Si 23.082 6.881 2.898 -0.013 0.006 0.025
Si 25.798 -6.774 2.714 -0.004 -0.014 0.009
Si 23.113 -4.011 2.671 -0.004 -0.004 0.002
Si 9.477 -1.319 2.714 -0.007 -0.009 0.016
Si 12.365 1.286 2.841 0.039 -0.018 0.036
Si 15.011 4.148 2.651 0.001 -0.015 0.033
Si 12.263 6.797 2.698 0.015 0 0
Si 15.005 -6.891 2.835 0.037 -0.002 0.006
Si 12.23 -4.032 2.7 -0.042 -0.028 0.009
Si 15 -1.358 2.692 -0.015 -0.001 0.005
Si 16.348 0.058 4.018 0.004 0.009 0.005
Si 19.02 2.753 4.072 0.007 -0.001 0.002
Si 16.374 5.497 4.022 0.001 -0.005 -0.024
Si 19.06 8.208 4.058 -0.01 -0.008 0.01
Si 16.355 -5.423 4.098 0.007 0.018 -0.023
Si 19.098 -2.683 4.094 0.003 0.012 -0.02
Si 21.792 0.054 4.118 -0.008 -0.006 -0.003
Si 24.52 2.798 4.119 0 -0.001 0.009
Si 21.682 5.457 4.109 0.01 -0.004 0
Si 24.481 -8.079 4.172 0.015 0.001 -0.005
Si 21.75 -5.377 4.041 0.003 0.001 -0.005
Si 24.432 -2.685 4.117 0.001 0.011 0.004
Si 10.892 -0.022 4.111 -0.012 0.012 -0.002
Si 13.705 2.753 4.088 -0.021 0.035 -0.014
Si 10.918 5.448 4.081 0.003 -0.002 0.014
Si 13.617 -8.227 4.137 0.003 -0.004 0.009
Si 10.891 -5.386 4.103 0.008 -0.007 0.002
Si 13.626 -2.708 4.068 -0.006 0.007 -0.011
Si 17.67 -1.322 16.363 0.006 -0.01 -0.004
Si 20.411 1.418 16.353 0.013 0.013 -0.008
Si 17.682 4.1 16.37 -0.001 -0.016 -0.003
Si 20.426 6.852 16.328 -0.006 0.024 -0.001
Si 17.65 -6.769 16.37 0.002 0.003 0.006
Si 20.433 -4.02 16.339 0.012 -0.009 -0.011
Si 23.142 -1.322 16.377 -0.002 0.005 0.001
Si 9.522 1.382 16.423 0.007 0.005 0.009
Si 23.147 4.117 16.38 -0.011 0.009 -0.002
Si 9.484 -9.57 16.369 -0.031 -0.001 -0.001
Si 23.178 -6.766 16.356 -0.006 -0.003 -0.014
Si 9.512 -4.095 16.363 -0.005 0.012 -0.006
Si 12.224 -1.349 16.4 0.005 -0.001 0.001
Si 14.931 1.383 16.393 -0.002 -0.013 -0.005
Si 12.206 4.084 16.436 -0.003 -0.01 0.013
Si 14.929 -9.487 16.392 0.016 -0.008 -0.003
Si 12.226 -6.808 16.38 -0.009 0.012 0.003
Si 14.945 -4.032 16.344 0.02 0.003 -0.011
Si 19.051 0.05 17.69 -0.022 -0.014 -0.009
Si 21.777 2.762 17.73 0.011 -0.022 0.012
Si 19.041 5.521 17.671 0.006 0.005 -0.01
Si 21.852 8.149 17.685 0.016 0.005 0
Si 19.046 -5.373 17.649 -0.022 -0.013 0.01
Si 21.792 -2.686 17.746 0 -0.016 0.01
Si 24.524 0.03 17.731 -0.002 -0.005 0.014
Si 10.856 2.74 17.864 -0.022 0 0.002
Si 24.524 5.45 17.765 0.002 0.004 -0.013
Si 10.815 -8.185 17.7 0.013 0.013 -0.001
Si 24.531 -5.398 17.729 -0.001 -0.022 -0.009
Si 10.874 -2.751 17.743 -0.008 -0.016 -0.005
Si 13.567 0.027 17.778 0.007 -0.004 -0.023
Si 16.309 2.739 17.735 0.019 0.01 0.007
Si 13.558 5.488 17.769 0.004 0.019 0.018
Si 16.27 -8.116 17.765 -0.005 0.024 -0.016
Si 13.622 -5.424 17.696 -0.021 -0.02 -0.008
Si 16.268 -2.651 17.72 -0.013 0.011 0.007
Si 17.659 1.34 19.075 -0.026 -0.003 -0.01
Si 20.417 4.201 19.017 0.034 0.017 -0.016
Si 17.671 -9.484 19.064 0.001 -0.012 -0.011
Si 20.485 -6.74 18.905 0.013 0.005 -0.056
Si 17.663 -4.016 18.998 0.028 -0.029 -0.045
Si 20.421 -1.281 19.052 0.006 0.007 -0.011
Si 23.161 1.39 19.084 0.006 0.012 -0.033
Si 9.502 4.075 19.309 -0.026 0.019 -0.013
Si 23.185 6.797 19.139 -0.013 0.023 -0.019
Si 9.423 -6.838 19.024 -0.033 0.013 -0.022
Si 23.217 -4.02 19.101 -0.01 0.028 -0.009
Si 25.881 -1.318 19.129 -0.009 0.006 -0.038
Si 12.228 1.352 19.203 0.014 -0.011 -0.014
Si 14.976 4.143 19.087 -0.016 0.007 -0.014
Si 12.142 -9.486 19.13 0.035 -0.064 -0.013
Si 14.922 -6.731 19.148 0.023 0.026 -0.015
Si 12.276 -4.119 19.086 -0.005 0.024 -0.01
Si 14.913 -1.314 19.161 -0.003 -0.002 0.003
Si 16.311 0.024 20.553 0.007 0.005 0.035
Si 19.011 2.834 20.263 -0.027 -0.012 0.016
Si 16.31 5.517 20.489 0.013 0.012 0.057
Si 19.149 -8.098 20.236 0.002 -0.023 0.06
Si 16.408 -5.394 20.437 -0.005 0 0.061
Si 18.981 -2.593 20.328 -0.047 0.011 0.047
Si 21.802 0.019 20.439 0.031 0.002 0.026
Si 24.487 2.708 20.546 -0.024 -0.024 0.077
Si 21.815 5.423 20.491 -0.004 -0.019 0.041
Si 24.478 8.188 20.564 0.004 -0.003 0.054
Si 21.815 -5.416 20.326 0.001 -0.038 0.076
Si 24.512 -2.653 20.546 -0.013 0.011 0.062
Si 10.807 -0.102 20.456 0.013 0.024 0.058
Si 13.666 2.768 20.479 0.011 -0.005 0.057
Si 10.879 5.528 20.667 -0.005 -0.006 0.058
Si 13.379 -8.002 20.457 -0.049 0.056 0.037
Si 10.813 -5.498 20.322 -0.002 -0.025 0.035
Si 13.604 -2.763 20.521 0.006 -0.006 0.035
Si 17.468 -1.578 21.851 0.138 0.202 -0.685
Si 20.556 1.661 21.511 0.034 -0.093 -0.698
Si 17.499 3.867 21.733 0.137 0.279 -0.698
Si 20.601 -9.277 21.64 -0.137 -0.152 -0.711
Si 18.219 -6.424 21.549 -0.348 -0.165 -0.76
Si 20.268 -4.112 21.47 0.212 0.101 -0.785
Si 23.323 -1.091 21.894 -0.163 -0.224 -0.773
Si 9.231 0.876 21.895 0.156 0.401 -0.741
Si 22.833 3.767 21.882 0.227 0.242 -0.709
Si 9.661 7.132 21.967 -0.027 -0.125 -0.61
Si 22.77 -7.021 21.77 0.232 0.154 -0.77
Si 26.175 -3.701 21.857 -0.214 -0.265 -0.692
Si 11.828 -1.786 21.74 0.364 0.262 -0.754
Si 15.233 1.67 21.865 -0.207 -0.218 -0.71
Si 12.272 4.023 21.878 0.15 0.336 -0.748
Si 14.94 -9.213 21.613 -0.092 -0.266 -0.786
Si 11.832 -6.86 21.938 0.19 0.019 -0.565
Si 15.287 -3.852 21.794 -0.152 -0.082 -0.694
Si 12.009 -0.919 -4.768 -0.002 0.152 -0.116
Si 24.444 5.567 -6.494 -0.012 0.095 0.078
Si 7.098 -0.364 -2.859 0.019 -0.011 0.084
Si 7.835 -5.272 23.807 0.034 -0.067 -0.05
Si 17.25 -7.029 26.009 0.05 -0.119 -0.009
Si 20.941 0.417 -4.908 0.076 -0.007 -0.064
Si 7.999 4.914 -3.784 0.02 -0.033 -0.034
Si 16.853 -8.072 23.367 0.055 0.042 -0.009
Si 10.38 6.538 -2.815 0.056 0.021 0.23
Si 11.69 -2.252 24.596 -0.118 -0.018 -0.045
Si 8.968 -4.832 -2.766 0.016 -0.001 0.159
Si 18.962 0.247 23.872 -0.055 -0.155 -0.013
Si 14.933 -7.819 -2.762 0.06 -0.009 0.054
Si 14.87 -0.098 -4.643 0.047 -0.019 0.022
Si 22.044 -5.249 -2.202 -0.019 -0.028 -0.002
Si 18.298 2.143 26.024 0.077 -0.054 0.031
Si 17.886 -5.693 -5.777 0.017 0.005 0.029
Si 8.972 3.375 25.687 -0.028 -0.05 -0.043
Si 23.327 7.193 -3.987 -0.002 -0.083 0.024
Si 14.644 5.081 -6.584 -0.045 0.054 -0.187
Si 10.516 7.834 -6.453 -0.038 0.07 -0.24
Si 19.836 1.886 -2.796 -0.044 0.032 0.083
Si 19.108 1.777 -7.019 -0.072 0.057 -0.108
Si 20.103 -6.673 25.89 0.108 -0.03 0.082
Si 17.506 3.414 -3.206 -0.044 0.004 0.152
Si 11.937 0.995 -6.987 -0.026 0.005 -0.014
Si 10.965 1.704 -4.481 0.101 -0.008 -0.085
Si 13.94 5.485 24.103 -0.025 -0.15 -0.044
Si 8.942 5.229 -6.593 -0.008 0.026 -0.102
Si 13.41 -4.94 24.035 -0.203 0.095 -0.051
Si 15.987 -0.55 -2.007 -0.019 0.111 0.163
Si 13.958 1.288 24.758 0.049 0.157 -0.066
Si 11.363 -6.879 -2.781 0.103 0.043 0.16
Si 18.601 5.793 23.695 0.083 -0.003 -0.1
Si 19.938 4.451 -4.332 -0.036 -0.064 -0.145
Si 13.561 7.723 -5.404 -0.007 0.118 0.085
Si 21.992 -4.989 -5.202 -0.03 0.071 0.163
Si 8.197 2.472 -1.995 -0.27 0.031 0.115
Si 13.734 -2.768 -1.814 -0.091 0.063 0.01
Si 12.028 4.032 -2.858 0.072 0.064 0.048
Si 23.708 3.869 24.918 -0.037 0.064 -0.014
Si 10.012 -5.751 -6.765 -0.009 -0.109 -0.12
Si 14.57 3.053 -4.401 0.051 0.009 0.022
Si 10.152 -3.174 -5.143 -0.093 -0.02 -0.069
Si 13.738 -5.254 -3.643 0.016 -0.071 0.183
Si 20.4 -1.275 26.035 -0.111 0.054 -0.048
Si 15.58 3.727 25.911 0.013 -0.116 -0.077
Si 25.913 -8.084 -4.055 -0.001 -0.088 0.077
Si 21.839 -2.871 23.932 0.053 0.113 -0.082
Si 11.026 2.121 23.818 0.032 -0.148 -0.049
Si 14.842 -5.961 -6.413 0.015 0.073 0.075
Si 20.432 7.259 -3.025 -0.006 0.027 0.097
Si 9.511 2.456 -6.764 0.09 -0.08 -0.02
Si 17.886 -7.26 -3.134 -0.048 0.011 0.149
Si 17.7 -1.31 5.408 -0.008 0.005 -0.005
Si 20.399 1.409 5.444 0.013 0.009 0.008
Si 17.682 4.123 5.434 -0.009 0.013 0.003
Si 20.381 6.852 5.467 -0.005 0 0.009
Si 17.7 9.536 5.457 -0.004 -0.001 0
Si 20.421 -4.048 5.465 -0.01 -0.014 0.001
Si 23.102 -1.326 5.494 0.002 0.001 -0.002
Si 25.845 1.418 5.49 0.008 0.007 0
Si 23.098 4.124 5.455 -0.007 0.007 0.002
Si 25.826 6.841 5.499 0 0.009 0.006
Si 23.097 -6.712 5.468 -0.007 0.007 0.008
Si 25.82 -4.041 5.456 0.002 -0.008 0.007
Si 12.267 -1.368 5.458 -0.009 0.001 -0.009
Si 15.03 1.391 5.454 0.008 0.009 -0.002
Si 12.283 4.078 5.433 0.004 -0.006 0.01
Si 15.002 6.772 5.47 -0.014 -0.029 0.015
Si 12.266 -6.783 5.437 -0.009 0.014 -0.003
Si 14.983 -4.06 5.441 0 -0.005 0.01
Si 19.042 0.04 6.805 0.002 0.003 -0.01
Si 21.756 2.756 6.825 0.001 -0.014 -0.006
Si 19.029 5.48 6.82 0 -0.003 -0.002
Si 21.752 -8.107 6.821 0.002 -0.001 -0.006
Si 19.054 -5.414 6.819 0.003 -0.001 -0.001
Si 21.754 -2.689 6.851 0.008 0.003 0.002
Si 24.479 0.04 6.833 -0.001 -0.013 0
Si 27.19 2.761 6.869 0.007 -0.001 0.002
Si 24.45 5.481 6.837 0 0.005 -0.007
Si 27.195 -8.125 6.845 0 -0.007 0.001
Si 24.466 -5.381 6.841 -0.009 0.008 -0.006
Si 27.187 -2.683 6.816 0 -0.001 0.001
Si 13.631 0.025 6.793 -0.004 0.008 -0.011
Si 16.354 2.758 6.829 -0.004 0.004 0.004
Si 13.629 5.429 6.825 0.022 -0.008 0
Si 16.335 8.176 6.821 0.004 -0.003 -0.007
Si 13.625 -5.426 6.807 0.001 -0.003 -0.001
Si 16.34 -2.677 6.788 -0.005 0.004 -0.008
Si 17.7 1.394 8.191 0.004 0.012 -0.001
Si 20.396 4.122 8.184 0.007 0.017 -0.003
Si 17.68 6.826 8.202 -0.008 -0.012 -0.003
Si 20.4 -6.764 8.201 -0.003 0.004 -0.005
Si 17.686 -4.044 8.168 0.005 -0.005 0
Si 20.387 -1.321 8.188 -0.007 -0.012 -0.006
Si 23.11 1.394 8.192 -0.01 0.006 -0.004
Si 25.815 4.122 8.204 -0.001 -0.011 -0.005
Si 23.104 6.85 8.195 0.003 0.004 0.001
Si 25.826 -6.76 8.191 0 0.002 -0.007
Si 23.119 -4.034 8.215 0.005 0.004 0
Si 25.837 -1.325 8.192 0.005 0.008 -0.001
Si 12.27 1.369 8.174 -0.002 0.001 0.005
Si 14.977 4.087 8.201 -0.02 -0.014 0.007
Si 12.278 6.811 8.181 0.007 0.003 -0.005
Si 14.975 -6.782 8.182 0 0.002 0.001
Si 12.258 -4.074 8.177 -0.008 -0.008 -0.001
Si 14.978 -1.333 8.17 0.01 0.002 -0.004
Si 16.328 0.03 9.546 -0.003 0.007 0
Si 19.047 2.759 9.559 0.004 -0.016 -0.003
Si 16.322 5.463 9.563 -0.002 0.007 -0.002
Si 19.041 -8.128 9.561 0.004 -0.003 -0.007
Si 16.33 -5.409 9.541 -0.004 -0.003 -0.005
Si 19.035 -2.688 9.549 0.002 0.011 -0.006
Si 21.752 0.033 9.553 0 -0.008 -0.001
Si 24.465 2.754 9.559 0.001 -0.002 -0.001
Si 21.75 5.481 9.555 -0.005 -0.003 -0.003
Si 24.474 -8.122 9.558 -0.002 -0.006 0.002
Si 21.761 -5.405 9.565 0.006 -0.003 -0.001
Si 24.482 -2.677 9.566 -0.005 -0.007 0.005
Si 10.902 0.01 9.536 -0.006 0.003 -0.001
Si 13.614 2.727 9.554 0.01 0.006 0.001
Si 10.91 5.447 9.539 -0.002 0.003 -0.003
Si 13.62 -8.144 9.553 0.004 -0.003 0.002
Si 10.897 -5.43 9.544 0.007 -0.004 0.002
Si 13.616 -2.699 9.534 -0.008 0.004 -0.004
Si 17.679 -1.33 10.918 0.002 -0.008 -0.003
Si 20.401 1.396 10.92 0.007 0.009 -0.003
Si 17.68 4.108 10.929 -0.003 0.005 -0.001
Si 20.398 -9.484 10.929 0 0.002 0.002
Si 17.68 -6.768 10.919 0.008 0.003 0.001
Si 20.4 -4.04 10.916 -0.006 0.001 -0.006
Si 23.116 -1.32 10.921 -0.001 0.006 0.003
Si 25.833 1.394 10.914 -0.003 0.004 -0.002
Si 23.113 4.119 10.918 -0.008 -0.001 0.001
Si 25.838 -9.482 10.918 0.003 0 0.001
Si 23.119 -6.766 10.927 -0.001 0.005 0.005
Si 25.844 -4.047 10.917 0.006 0.005 0
Si 12.254 -1.347 10.908 -0.004 -0.001 0.004
Si 14.968 1.378 10.924 -0.011 0 0.005
Si 12.255 4.088 10.915 0.006 -0.01 -0.001
Si 14.965 6.82 10.93 0.002 -0.001 0.006
Si 12.248 -6.792 10.913 -0.006 -0.003 0.004
Si 14.966 -4.056 10.909 0.004 -0.003 0.001
Si 19.037 0.037 12.279 -0.002 0.002 -0.002
Si 21.764 2.752 12.283 -0.005 -0.001 0.001
Si 19.037 5.475 12.289 0.003 -0.003 -0.004
Si 21.763 -8.127 12.293 -0.002 -0.005 0.001
Si 19.044 -5.402 12.276 0.004 0 -0.01
Si 21.761 -2.684 12.284 -0.003 -0.008 0.001
Si 24.479 0.037 12.282 -0.006 -0.007 0.003
Si 27.194 2.753 12.274 0 -0.002 -0.001
Si 24.481 5.475 12.278 0.001 -0.004 0.003
Si 27.213 -8.13 12.271 0.006 0.009 -0.001
Si 24.491 -5.41 12.281 -0.001 -0.002 0.004
Si 27.201 -2.691 12.282 0.005 -0.004 0.002
Si 13.6 0.021 12.282 0.013 0.003 -0.001
Si 16.312 2.751 12.294 0.004 -0.008 -0.004
Si 13.602 5.452 12.288 -0.005 0.004 0.001
Si 16.321 8.189 12.288 -0.002 -0.001 -0.001
Si 13.6 -5.417 12.272 -0.003 -0.002 -0.005
Si 16.318 -2.692 12.282 0.001 0.008 0
Si 17.674 1.391 13.648 -0.002 0.003 -0.002
Si 20.408 4.116 13.638 0 -0.005 -0.003
Si 17.673 6.828 13.659 0.006 0 0.009
Si 20.402 -6.756 13.644 -0.008 0.016 -0.003
Si 17.686 -4.048 13.642 0.007 -0.011 -0.003
Si 20.405 -1.312 13.642 -0.002 0.001 -0.001
Si 23.13 1.399 13.65 0.001 0.009 0.001
Si 25.843 4.119 13.642 -0.004 0.007 0.006
Si 23.137 -9.484 13.65 -0.007 0 0.008
Si 25.865 -6.769 13.638 0.012 -0.012 -0.001
Si 23.132 -4.047 13.638 -0.001 -0.004 0.004
Si 25.839 -1.327 13.64 -0.002 0.004 0
Si 12.238 1.372 13.657 -0.005 0.003 0.009
Si 14.946 4.1 13.671 0.006 0.003 0.005
Si 12.234 -9.523 13.656 0.002 -0.003 0.002
Si 14.951 9.548 13.644 0.002 0.006 0.006
Si 12.231 -4.069 13.641 -0.006 0.007 0.003
Si 14.954 -1.334 13.646 -0.003 -0.007 0.011
Si 16.304 0.038 15.013 0.004 0.007 -0.001
Si 19.042 2.761 14.992 0.005 0.002 -0.001
Si 16.305 5.469 15.031 -0.007 0.003 0.002
Si 19.034 8.209 15.002 0.002 -0.006 -0.001
Si 16.313 -5.402 14.997 -0.007 -0.004 0
Si 19.043 -2.672 14.997 -0.005 -0.004 0.003
Si 21.773 0.037 15.013 -0.012 -0.003 0.002
Si 24.497 2.756 15.011 -0.001 -0.003 0.004
Si 21.779 5.464 15 0.002 -0.002 0.005
Si 24.524 -8.135 15.007 0.007 0.014 0.007
Si 21.785 -5.411 15.003 -0.004 -0.008 0.002
Si 24.489 -2.69 15.007 -0.003 -0.007 0.004
Si 10.876 0.024 15.038 0.005 0.001 0.002
Si 13.571 2.743 15.039 0.005 0.003 -0.004
Si 10.872 5.421 15.017 -0.005 0.005 0.004
Si 13.588 -8.144 15.002 -0.007 -0.008 -0.002
Si 10.877 -5.448 15.002 -0.001 -0.007 -0.001
Si 13.576 -2.687 14.999 -0.001 0 0
Si 34.153 -1.588 0.078 -0.141 0.117 0.784
Si 36.957 0.929 -0.114 -0.248 0.309 0.7
Si 33.774 4.341 0.282 0.13 -0.132 0.691
Si 36.864 6.665 0.203 -0.141 0.104 0.681
Si 33.464 -6.507 -0.236 0.361 -0.193 0.686
Si 36.404 -3.771 0.051 0.061 -0.226 0.705
Si 39.239 -1.251 0.143 0.095 -0.153 0.717
Si 42.296 0.901 0.131 0.019 0.234 0.664
Si 38.95 4.323 0.033 0.227 -0.124 0.699
Si -23.437 6.753 -0.055 0.206 -0.021 0.661
Si -25.532 9.109 -0.091 -0.07 0.219 0.74
Si 26.134 -4.266 0.232 -0.233 0.088 0.722
Si 28.259 -0.976 0.292 0.003 -0.068 0.804
Si 31.142 1.628 -0.014 0.126 -0.226 0.697
Si 28.985 3.898 0.147 -0.23 0.036 0.716
Si 31.455 6.434 0.236 -0.107 0.255 0.7
Si 28.321 -6.547 0.132 0.167 -0.284 0.712
Si 31.28 -4.194 -0.069 -0.145 0.197 0.74
Si 35.37 -0.05 1.344 0.01 -0.004 -0.072
Si 37.928 2.638 1.263 0.009 -0.05 -0.037
Si 35.324 5.516 1.524 0.015 -0.009 -0.022
Si -27.148 8.185 1.376 0.025 0.002 -0.057
Si 35.211 -5.484 1.131 -0.051 0.005 -0.058
Si 38.011 -2.761 1.419 -0.003 -0.005 -0.066
Si 40.767 -0.135 1.52 -0.02 0.01 -0.035
Si 27.248 2.833 1.328 0.016 -0.003 -0.044
Si -24.637 5.351 1.353 0.01 0.007 -0.053
Si 27.151 -8.18 1.337 0.004 -0.01 -0.067
Si -24.447 -5.503 1.15 -0.005 -0.007 -0.052
Si 27.18 -2.641 1.546 -0.005 0.013 -0.038
Si 29.936 0.151 1.424 0.016 0.03 -0.048
Si 32.639 2.698 1.461 -0.031 -0.009 -0.056
Si 29.99 5.349 1.654 0.012 -0.006 -0.043
Si 32.55 -8.104 1.27 0.005 0.007 -0.053
Si 29.873 -5.373 1.405 0.019 0.004 -0.057
Si 32.518 -2.71 1.304 0.003 -0.037 -0.045
Si 34.028 1.317 2.725 0.011 -0.004 0.011
Si 36.653 4.008 2.738 0.027 -0.001 0.036
Si 33.94 6.928 2.747 -0.02 0.012 0.024
Si -28.635 9.56 2.583 -0.01 0.018 -0.003
Si 33.913 -4.122 2.627 0.023 0.016 0.021
Si 36.692 -1.377 2.775 -0.027 -0.008 0.035
Si 39.383 1.368 2.686 -0.041 0.01 0.024
Si -23.163 4.006 2.602 0.004 0.004 0.009
Si -25.881 6.765 2.76 -0.002 0.012 0.02
Si -23.098 -6.882 2.562 0.002 -0.007 0.011
Si -25.838 -4.189 2.603 0.045 -0.005 0.001
Si 25.764 -1.285 2.802 -0.005 0.027 0.018
Si 28.561 1.484 2.788 -0.003 0.022 0.03
Si 31.347 4.014 2.944 0.013 -0.013 0.038
Si 28.512 6.801 2.75 -0.016 0.033 -0.003
Si 31.22 -6.789 2.713 0.012 0.003 0.022
Si 28.58 -4.006 2.82 0.003 -0.007 0.019
Si 31.251 -1.314 2.712 -0.005 -0.019 -0.012
Si 32.644 -0.015 4.087 -0.011 0.018 0.005
Si 35.324 2.691 4.126 -0.003 0.017 0.011
Si 32.668 5.503 4.155 -0.005 -0.013 -0.008
Si -29.925 8.225 4.062 0.001 0.007 0.007
Si 32.606 -5.441 4.067 0.009 0.004 -0.016
Si 35.29 -2.767 4.043 -0.006 -0.013 -0.011
Si 38.06 0.001 4.087 0 0.004 -0.009
Si -24.506 2.698 4.033 -0.013 0.001 0.012
Si -27.246 5.388 4.078 -0.001 -0.003 -0.006
Si -24.465 -8.176 4.021 0.001 0.017 -0.015
Si -27.244 -5.465 3.99 -0.014 -0.002 0.012
Si -24.536 -2.852 4.071 -0.013 -0.016 0.016
Si 27.19 0.071 4.11 0.016 -0.003 -0.024
Si 29.907 2.731 4.238 -0.001 -0.003 0.003
Si 27.189 5.477 4.149 0.002 -0.007 -0.004
Si 29.873 -8.14 4.087 0.005 0.005 0.018
Si 27.171 -5.409 4.091 -0.02 -0.003 -0.023
Si 29.938 -2.654 4.14 0.015 -0.021 0.013
Si 34.027 -1.369 16.258 0.003 -0.006 -0.009
Si 36.757 1.397 16.304 0.019 0.013 -0.009
Si 34.048 4.122 16.334 0.005 -0.015 0.006
Si -28.532 6.854 16.298 -0.01 0.003 -0.011
Si 34.019 -6.777 16.328 -0.001 0.004 -0.007
Si 36.751 -4.067 16.305 0.002 -0.011 -0.004
Si 39.472 -1.353 16.341 0.01 0.005 -0.007
Si 25.865 1.398 16.372 0.001 -0.006 -0.009
Si -25.802 4.091 16.317 -0.013 0.014 0
Si 25.87 -9.486 16.408 0.014 -0.002 -0.003
Si -25.823 -6.812 16.318 -0.01 -0.011 -0.004
Si 25.871 -4.045 16.358 0.011 -0.002 -0.005
Si 28.557 -1.334 16.363 -0.014 -0.003 -0.009
Si 31.269 1.403 16.304 0.011 -0.008 -0.003
Si 28.554 4.104 16.36 -0.002 -0.002 -0.008
Si 31.311 -9.483 16.344 0.001 0.003 -0.008
Si 28.568 -6.803 16.36 -0.005 -0.01 -0.005
Si 31.289 -4.072 16.339 -0.004 0.005 -0.007
Si 35.411 -0.03 17.586 -0.008 -0.014 -0.016
Si 38.105 2.77 17.679 -0.008 -0.028 0.021
Si 35.414 5.522 17.678 0.013 0.011 -0.006
Si -27.153 8.134 17.708 0.018 0.003 0.015
Si 35.4 -5.42 17.663 -0.005 0.002 0.013
Si 38.094 -2.715 17.693 -0.004 0.001 -0.001
Si 40.835 0.03 17.687 -0.016 -0.03 0.003
Si 27.202 2.757 17.764 0.004 0.013 -0.002
Si -24.463 5.42 17.73 -0.009 0.015 -0.001
Si 27.212 -8.109 17.792 0.01 0.007 0.008
Si -24.5 -5.375 17.623 -0.015 -0.006 -0.025
Si 27.219 -2.707 17.748 -0.009 0.013 0.012
Si 29.901 0.071 17.684 -0.002 0.002 -0.01
Si 32.647 2.755 17.639 -0.005 0.015 0.015
Si 29.929 5.481 17.675 -0.001 0.002 0.003
Si 32.676 -8.127 17.719 -0.005 -0.006 0.001
Si 29.955 -5.472 17.699 -0.004 0.002 -0.018
Si 32.671 -2.69 17.645 0.003 -0.01 0.01
Si 34.039 1.323 18.871 -0.035 0.002 -0.023
Si 36.83 4.23 19.032 0.049 0.041 -0.015
Si 34.054 -9.473 19.075 0.016 -0.008 0
Si 36.785 -6.772 19.018 -0.014 0.02 -0.028
Si 34.039 -4.043 19.004 0.007 -0.005 -0.049
Si 36.726 -1.344 19.028 -0.008 0.014 0.005
Si 39.416 1.347 19.02 0.002 0.008 -0.032
Si 25.851 4.091 19.177 -0.011 -0.009 0.005
Si -25.823 6.748 19.125 -0.039 0 -0.037
Si 25.822 -6.741 19.172 0.007 -0.008 -0.021
Si 39.455 -4.063 19.061 0.011 -0.017 0.007
Si 42.22 -1.251 19.106 0.005 0.041 -0.037
Si 28.571 1.41 19.119 0.016 -0.022 0.006
Si 31.304 4.139 19.009 0.005 -0.002 -0.04
Si 28.613 -9.498 19.096 0.011 0.001 -0.02
Si 31.328 -6.782 19.105 -0.009 0.013 0.004
Si 28.576 -4.15 19.044 -0.019 -0.013 -0.015
Si 31.296 -1.3 18.956 0.019 -0.004 -0.024
Si 32.671 0.056 20.296 -0.001 0 0.033
Si 35.378 2.777 20.081 -0.009 -0.013 0.016
Si 32.675 5.48 20.394 -0.019 0.005 0.05
Si 35.484 -8.155 20.404 0.009 0 0.059
Si 32.733 -5.413 20.403 0.02 0.01 0.081
Si 35.352 -2.655 20.393 0.004 -0.017 0.035
Si 38.033 0.016 20.413 0.033 -0.001 0.051
Si 40.779 2.635 20.424 -0.013 -0.038 0.056
Si 38.201 5.395 20.66 0.016 -0.035 0.034
Si -24.552 8.309 20.326 -0.044 -0.007 0.038
Si 38.079 -5.392 20.445 -0.005 -0.019 0.061
Si 40.791 -2.625 20.347 -0.001 0.012 0.057
Si 27.262 0.031 20.521 -0.011 -0.01 0.048
Si 29.959 2.803 20.409 0.004 0.018 0.065
Si 27.231 5.482 20.485 0.021 0.027 0.062
Si 30.011 -8.163 20.489 0.001 -0.021 0.06
Si 27.215 -5.402 20.543 0.013 0.015 0.043
Si 29.998 -2.757 20.249 0.012 0.017 0.039
Si 33.757 -1.49 21.664 0.213 0.154 -0.725
Si 36.8 1.684 21.52 0.057 -0.24 -0.662
Si 33.847 3.794 21.487 -0.028 0.159 -0.701
Si 36.983 -9.291 21.852 -0.115 -0.191 -0.702
Si 34.398 -6.516 21.656 -0.198 -0.091 -0.761
Si 36.505 -4.19 21.722 0.226 0.154 -0.738
Si 39.583 -1.149 21.745 -0.176 -0.212 -0.755
Si 25.615 1.091 21.857 0.14 0.156 -0.738
Si 39.269 3.583 21.948 0.184 0.431 -0.631
Si 26.108 7.045 21.849 -0.215 -0.169 -0.718
Si 39.149 -7 21.796 0.135 0.176 -0.795
Si 42.341 -3.798 21.621 -0.033 -0.118 -0.774
Si 28.543 -1.613 21.629 0.035 0.259 -0.659
Si 31.589 1.654 21.615 -0.152 -0.116 -0.717
Si 28.878 4.397 21.758 -0.204 -0.21 -0.729
Si 31.178 -9.739 21.841 0.239 0.27 -0.699
Si 28.373 -7.067 21.747 0.093 0.201 -0.741
Si 31.595 -3.772 21.628 -0.065 -0.16 -0.702
Si 26.532 -3.228 -2.581 0.11 0.062 -0.017
Si -23.407 2.302 -6.379 -0.004 0.161 -0.046
Si 28.635 3.504 -6.26 0.002 0.041 0.095
Si 22.615 -5.645 24.523 -0.058 -0.026 -0.047
Si -32.471 3.599 -4.856 -0.028 0.027 0.065
Si -28.596 -1.91 -4.259 -0.023 0.103 -0.047
Si 21.172 -2.184 -6.549 0.092 -0.069 -0.147
Si -30.041 5.355 23.854 -0.006 0.087 -0.092
Si 25.789 2.811 -6.126 -0.057 0.097 -0.106
Si 26.399 -4.011 24.788 -0.152 -0.051 -0.054
Si 24.217 -4.115 -3.778 0.043 0.008 -0.028
Si -30.294 0.422 23.778 -0.082 -0.039 -0.014
Si 30.413 5.389 -4.717 -0.042 -0.052 0.041
Si 30.348 -2.496 -6.888 -0.096 0.017 -0.125
Si -28.6 -4.643 -2.808 0.1 0.008 0.123
Si -32.018 1.912 25.931 0.004 -0.039 0.022
Si -31.145 -5.919 -5.979 0.07 0.017 0.022
Si 26.052 2.032 24.81 -0.094 -0.033 -0.118
Si -25.712 3.747 -3.017 -0.11 0.113 0.132
Si -30.815 4.371 -2.55 0.029 0.092 0.014
Si 28.17 4.218 24.781 0.165 0.13 -0.024
Si -29.534 0.738 -3.021 0.064 -0.102 0.033
Si 30.904 -0.986 -4.324 0.019 0.043 0.146
Si -29.768 4.069 -6.491 -0.062 0.107 -0.051
Si -28.737 1.322 -5.861 0.028 -0.062 0.076
Si 31.031 1.461 -5.997 0.027 -0.058 -0.047
Si 29.443 -2.655 -2.093 0.11 -0.154 0.048
Si 32.55 6.864 24.731 -0.032 -0.071 -0.105
Si 25.855 6.153 24.837 0.037 -0.129 -0.008
Si 28.824 -6.007 24.601 -0.005 -0.018 -0.039
Si -32.36 0.186 -2.254 -0.078 0.1 0.147
Si 30.161 -0.093 23.827 0 -0.088 -0.069
Si 28.433 -7.699 -2.686 0.018 0.032 0.112
Si -22.24 0.065 -4.73 -0.042 0.036 0.064
Si -28.35 4.828 -4.085 -0.025 0.097 0.049
Si 31.417 -4.636 24.533 -0.025 -0.028 -0.151
Si -25.795 -4.324 -6.802 -0.008 0.036 -0.107
Si 25.384 5.771 -2.686 -0.05 0.052 0.01
Si 24.417 -1.401 -2.886 0.034 -0.069 0.122
Si 29.513 5.899 -1.986 0.04 0.005 0.138
Si -23.817 6.396 24.445 -0.089 0.085 0.031
Si 27.459 -7.418 -6.602 -0.01 0.019 -0.076
Si -31.59 -6.735 24.577 -0.016 -0.08 -0.082
Si 24.652 3.037 -2.064 0.114 -0.079 0.083
Si 29.9 -7.975 -5.245 -0.045 0.001 -0.028
Si -28.384 -0.823 25.952 -0.068 -0.135 -0.019
Si -29.946 -1.109 -6.852 -0.04 -0.131 0.02
Si -25.993 -5.764 -2.791 0.074 -0.062 0.049
Si -27.086 -2.867 24.021 -0.035 0.039 -0.048
Si 28.216 0.651 26.015 -0.005 0.124 0.006
Si 31.746 -1.821 25.948 -0.026 0.018 -0.048
Si -29.498 7.004 -2.594 -0.012 -0.06 0.069
Si 23.75 1.343 -4.318 -0.095 0.052 -0.017
Si -30.799 -6.737 -3.09 -0.166 -0.058 0.071
Si 33.982 -1.389 5.444 0.007 -0.013 -0.004
Si 36.707 1.344 5.464 0.003 0.001 0.006
Si 34.01 4.1 5.481 -0.004 0.002 0.012
Si -28.592 6.798 5.407 -0.009 -0.023 -0.003
Si 33.99 9.555 5.44 0.003 0.002 0.003
Si -28.577 -4.094 5.387 -0.002 0.003 0.003
Si -25.859 -1.405 5.403 -0.001 0.009 0.002
Si -23.158 1.324 5.396 0.001 -0.008 0.016
Si -25.846 4.062 5.42 0.002 0 -0.001
Si -23.126 6.764 5.376 0.014 0.01 -0.002
Si -25.868 -6.826 5.363 -0.005 -0.004 -0.006
Si -23.139 12.146 5.403 -0.002 0 -0.004
Si 28.548 -1.306 5.471 -0.009 0.005 0.001
Si 31.29 1.331 5.497 0.007 0 0.014
Si 28.547 4.131 5.528 -0.001 0.003 0.005
Si 31.249 6.836 5.468 -0.008 -0.002 -0.003
Si 28.531 -6.771 5.455 -0.01 -0.001 0.002
Si 31.284 -4.06 5.456 0.008 0.003 0.005
Si 35.344 -0.019 6.806 0 0.003 -0.001
Si -27.199 2.709 6.798 -0.004 0.004 0.008
Si -29.911 5.454 6.822 -0.001 -0.002 -0.002
Si -27.208 -8.176 6.758 0.003 -0.002 -0.004
Si -29.919 -5.426 6.795 0 -0.001 0.001
Si -27.23 -2.735 6.772 -0.008 0.002 -0.009
Si -24.498 -0.041 6.766 -0.002 0.002 -0.001
Si -21.792 2.696 6.745 -0.005 0.002 -0.007
Si -24.488 5.431 6.764 -0.007 -0.003 -0.001
Si -21.768 8.125 6.74 0 -0.003 -0.002
Si -24.517 10.831 6.767 0.003 -0.004 -0.002
Si -21.782 -2.767 6.738 -0.003 0 -0.001
Si 29.917 0.008 6.861 0.012 -0.005 -0.004
Si 32.637 2.734 6.827 -0.01 0.011 -0.005
Si 29.917 5.486 6.861 -0.012 0.004 0.008
Si 32.632 8.191 6.805 0.009 0 -0.002
Si 29.905 -5.412 6.807 0 0.005 -0.004
Si 32.636 -2.719 6.834 0 -0.006 0.005
Si 34.002 1.363 8.173 -0.003 -0.009 -0.017
Si -28.546 4.083 8.164 0.018 0.016 -0.001
Si 33.991 6.816 8.162 -0.008 -0.019 -0.003
Si -28.558 -6.806 8.134 -0.008 0.007 -0.014
Si 34.011 -4.072 8.176 0.01 0.018 -0.001
Si -28.567 -1.371 8.158 0 -0.002 0
Si -25.842 1.334 8.141 -0.006 -0.003 -0.005
Si -23.136 4.062 8.121 0.008 0.011 -0.009
Si -25.846 6.791 8.128 0 -0.001 -0.002
Si -23.137 9.481 8.113 -0.012 -0.008 -0.002
Si -25.854 -4.096 8.124 0 -0.002 -0.006
Si -23.126 -1.395 8.115 0.001 0.007 -0.005
Si 28.561 1.39 8.206 0.002 0.004 -0.004
Si 31.279 4.099 8.19 -0.002 -0.004 0.002
Si 28.553 6.841 8.211 0.008 0.003 0
Si 31.273 -6.77 8.169 0.003 -0.002 -0.012
Si 28.55 -4.05 8.174 -0.002 -0.003 -0.002
Si 31.278 -1.359 8.201 -0.013 -0.009 -0.001
Si 32.642 0.015 9.545 -0.007 0.011 -0.001
Si -29.911 2.726 9.525 0 -0.002 -0.003
Si 32.645 5.46 9.538 -0.002 0.003 0.003
Si -29.916 -8.152 9.512 -0.004 -0.003 -0.002
Si 32.641 -5.424 9.531 0.004 0.001 -0.003
Si -29.918 -2.711 9.536 -0.002 -0.002 0.003
Si -27.201 -0.01 9.513 -0.008 -0.001 0.004
Si -24.483 2.705 9.494 -0.001 0 0
Si -27.187 5.44 9.516 0.003 -0.007 0.011
Si -24.49 8.144 9.494 0.001 -0.009 0
Si -27.205 -5.445 9.5 -0.002 -0.006 0.001
Si -24.487 -2.739 9.487 -0.006 0.007 0.002
Si 27.196 0.029 9.558 0.009 -0.008 0.001
Si 29.921 2.747 9.559 -0.006 0.001 0.001
Si 27.19 5.474 9.559 -0.001 0.01 0.005
Si 29.925 -8.122 9.55 -0.002 0 0.001
Si 27.196 -5.406 9.546 0.002 0.005 0
Si 29.91 -2.708 9.552 0.009 -0.001 0.006
Si 34.008 -1.345 10.9 0.007 -0.004 -0.003
Si -28.548 1.364 10.88 0.008 -0.003 0.001
Si -31.269 4.094 10.888 -0.008 0.005 -0.002
Si -28.551 -9.513 10.87 0.003 -0.003 -0.002
Si -31.276 -6.794 10.876 0 0.007 -0.008
Si -28.549 -4.076 10.874 -0.014 0.006 -0.001
Si -25.83 -1.371 10.861 0.006 0 0.003
Si -23.117 1.348 10.848 0.002 0.001 -0.007
Si -25.826 4.072 10.87 -0.001 0.002 0.003
Si -23.131 6.786 10.854 -0.011 0.004 -0.003
Si -25.841 9.517 10.856 0.002 0.007 -0.005
Si -23.126 -4.093 10.853 0.002 -0.013 0.001
Si 28.556 -1.338 10.911 -0.003 -0.001 0
Si 31.285 1.38 10.908 0.001 0.001 -0.003
Si 28.556 4.109 10.912 0.007 -0.015 0
Si 31.284 6.824 10.897 0.002 -0.001 -0.001
Si 28.563 -6.765 10.907 0.008 -0.002 -0.004
Si 31.284 -4.065 10.899 -0.006 -0.004 -0.002
Si 35.375 0.016 12.252 -0.01 0.008 0.001
Si -27.183 2.722 12.24 -0.001 0.002 0.003
Si -29.904 5.454 12.241 0.003 -0.004 0.004
Si -27.19 -8.157 12.231 -0.007 0.004 0.002
Si -29.914 -5.433 12.225 -0.002 -0.004 -0.003
Si -27.183 -2.72 12.236 0 -0.002 0.004
Si -24.47 -0.001 12.216 0.003 0.004 -0.001
Si -21.766 2.704 12.224 0.004 0.013 0.003
Si -24.469 5.432 12.235 0.012 0.003 0.005
Si -21.781 8.145 12.222 -0.008 -0.004 -0.002
Si -24.485 10.875 12.22 -0.015 -0.01 0
Si -21.768 -2.725 12.217 -0.001 0.006 -0.001
Si 29.92 0.022 12.265 -0.001 -0.001 0.001
Si 32.647 2.747 12.258 -0.001 -0.008 -0.001
Si 29.926 5.468 12.263 -0.006 0.013 -0.001
Si 32.648 8.179 12.253 0 -0.009 0.001
Si 29.926 -5.414 12.268 0.01 0.008 0
Si 32.642 -2.703 12.256 -0.004 -0.001 0
Si 34.011 1.384 13.607 -0.005 0.01 0.004
Si -28.537 4.095 13.597 0.002 0.001 0
Si -31.263 6.819 13.601 -0.004 0.004 0.003
Si -28.549 -6.783 13.581 -0.014 0.013 -0.005
Si 34.01 -4.08 13.59 0.01 -0.005 -0.005
Si 36.752 -1.343 13.597 0.007 -0.007 0.006
Si -25.81 1.363 13.593 0.006 -0.004 0.003
Si -23.1 4.079 13.597 -0.003 -0.008 0.004
Si -25.826 -9.518 13.591 -0.004 -0.003 0.001
Si -23.131 9.519 13.585 0.002 0.006 -0.003
Si -25.824 -4.082 13.598 0.012 -0.009 0.005
Si -23.111 -1.347 13.587 -0.004 0.003 0.002
Si 28.556 1.384 13.621 0.003 -0.004 -0.001
Si 31.291 4.115 13.623 0.005 -0.009 0.004
Si 28.568 -9.5 13.631 0.012 -0.006 0.001
Si 31.285 9.537 13.618 -0.007 0.006 0.005
Si 28.572 -4.052 13.633 -0.002 0.003 0
Si 31.281 -1.343 13.62 0.002 0.001 0.004
Si 32.643 0.027 14.96 0.001 -0.003 0.002
Si 35.379 2.747 14.958 0 0 0
Si 32.668 5.472 14.98 0.002 0.016 0.009
Si -29.907 8.194 14.947 0.009 0.003 0
Si 32.651 -5.423 14.969 -0.001 -0.002 0.007
Si 35.391 -2.727 14.924 -0.014 0.004 -0.003
Si 38.12 0.015 14.968 -0.003 0.001 0.007
Si -24.453 2.728 14.956 0.01 0.005 0
Si -27.178 5.454 14.965 0.001 0.002 0.001
Si -24.463 -8.172 14.962 -0.003 0.004 0.008
Si -27.183 -5.448 14.954 -0.007 -0.007 0.001
Si -24.471 -2.697 14.945 0 -0.007 0.002
Si 27.205 0.029 14.998 0.001 0.004 0.007
Si 29.906 2.76 14.966 -0.01 -0.002 0.004
Si 27.203 5.477 15.009 0.004 0 0.002
Si 29.932 -8.144 14.985 -0.003 -0.002 0.002
Si 27.227 -5.414 15.002 0.005 0.002 0.001
Si 29.925 -2.694 14.999 0.001 -0.003 0.006
Si -14.689 -1.685 -0.012 -0.063 0.181 0.769
Si -11.807 1.25 -0.055 -0.386 0.085 0.625
Si -15.182 4.27 -0.024 0.166 -0.184 0.714
Si -11.89 6.603 0.387 -0.174 0.01 0.704
Si -15.272 -6.561 -0.322 0.257 -0.251 0.673
Si -12.504 -3.908 0.024 0.168 -0.053 0.732
Si -9.652 -1.086 0.016 0.111 -0.266 0.666
Si -6.625 1.169 0.209 -0.171 0.187 0.749
Si -9.796 4.347 0.479 0.054 -0.09 0.785
Si -7.122 6.907 0.164 0.138 -0.038 0.625
Si -9.155 -7.061 0.122 -0.104 0.055 0.722
Si -22.82 -4.267 -0.082 -0.302 0.055 0.652
Si -20.692 -1.22 -0.02 0.214 -0.116 0.732
Si -17.963 1.527 0.004 0.174 -0.045 0.698
Si -20.052 3.832 0.053 -0.188 0.013 0.694
Si -17.505 6.368 0.074 -0.057 0.207 0.702
Si -20.58 -6.509 0.015 0.017 -0.248 0.657
Si -17.575 11.94 -0.076 -0.044 0.198 0.717
Si -13.526 0.026 1.142 0.023 -0.017 -0.035
Si -10.931 2.68 1.578 -0.009 -0.009 -0.043
Si -13.626 5.392 1.363 -0.004 -0.014 -0.034
Si -10.742 8.213 1.55 0.037 0.009 -0.027
Si -13.711 -5.509 1.21 -0.037 -0.014 -0.04
Si -10.848 -2.734 1.234 -0.001 0.021 -0.055
Si -8.166 -0.028 1.465 0.005 0.008 -0.02
Si -21.798 2.668 1.188 0.004 -0.013 -0.073
Si -8.206 5.506 1.661 0.023 0.018 -0.063
Si -21.761 -8.283 1.113 -0.004 0.021 -0.042
Si -8.001 -5.466 1.35 0.018 0.017 -0.053
Si -21.77 -2.765 1.369 0.006 0.009 -0.029
Si -19.118 -0.043 1.288 -0.02 0.008 -0.037
Si -16.334 2.676 1.29 -0.015 0.017 -0.066
Si -18.962 5.273 1.526 0.007 -0.002 -0.051
Si -16.345 8.136 1.111 -0.014 0.007 -0.034
Si -19.049 10.868 1.409 0.005 0.01 -0.05
Si -16.354 -2.802 1.231 0.014 -0.013 -0.033
Si -14.936 1.298 2.579 0.012 -0.012 0.006
Si -12.358 4.034 2.817 0.017 0.034 0.024
Si -15 6.827 2.615 0 0.007 0.021
Si -12.297 -6.77 2.653 -0.01 0.013 0.018
Si -15.032 -4.164 2.641 0.031 0.022 0.032
Si -12.212 -1.35 2.605 -0.019 0.003 0.022
Si -9.492 1.341 2.839 0.004 -0.01 -0.004
Si -6.805 4.096 2.865 -0.017 -0.012 0.033
Si -9.517 6.861 2.991 -0.019 -0.011 0.065
Si -6.771 -6.819 2.812 -0.012 -0.012 0.033
Si -9.486 -4.103 2.602 -0.004 0.006 -0.013
Si -23.149 -1.499 2.799 0.017 0.009 0.017
Si -20.467 1.326 2.657 0.004 0.01 0.034
Si -17.612 3.948 2.824 0.02 -0.041 0.029
Si -20.429 6.748 2.609 -0.007 0.023 -0.007
Si -17.686 9.414 2.624 0.027 -0.017 0.024
Si -20.387 12.248 2.734 -0.009 -0.011 0.011
Si -17.701 -1.407 2.591 0.003 -0.006 -0.01
Si -16.325 -0.051 3.949 -0.005 0.025 0.011
Si -13.69 2.638 4.093 -0.011 0.007 0.006
Si -16.3 5.438 4.055 -0.003 0.002 -0.007
Si -13.63 8.15 4.013 -0.006 -0.006 -0.009
Si -16.367 -5.515 4.016 -0.001 0.011 -0.005
Si -13.619 -2.746 3.945 -0.013 0.016 -0.033
Si -10.9 -0.053 4.082 -0.011 -0.008 -0.016
Si -8.156 2.709 4.175 -0.009 -0.009 0.02
Si -10.949 5.408 4.15 0.001 0.01 -0.022
Si -8.123 8.213 4.237 0.009 -0.001 0.011
Si -10.899 -5.416 3.99 0.022 -0.011 0.011
Si -8.156 -2.777 4.033 0.014 -0.001 0.005
Si -21.789 -0.045 4.057 -0.005 0.024 -0.019
Si -19.079 2.622 4.073 -0.005 0.002 -0.009
Si -21.805 5.395 3.968 -0.011 -0.015 0.005
Si -19.071 8.092 3.996 0.016 0.001 0.008
Si -21.779 10.816 3.992 -0.008 -0.031 -0.019
Si -19.028 -2.713 4.048 -0.003 0.003 0.011
Si -14.978 -1.326 16.283 -0.002 0.003 0.001
Si -12.257 1.274 16.244 -0.013 -0.002 -0.004
Si -15.006 4.008 16.197 -0.012 0.005 -0.007
Si -12.247 6.755 16.175 -0.001 0.004 -0.025
Si -15.002 -6.828 16.232 0.016 -0.016 -0.017
Si -12.227 -4.08 16.179 0 -0.001 -0.021
Si -9.538 -1.417 16.243 -0.005 -0.009 -0.003
Si -23.097 1.388 16.341 0.005 0.005 0.002
Si -9.509 4.013 16.176 0.005 -0.013 -0.019
Si -23.118 -9.532 16.35 0.01 -0.009 -0.004
Si -9.486 9.497 16.196 0.004 -0.007 -0.003
Si -23.105 -4.019 16.322 0.011 0.016 -0.006
Si -20.393 -1.354 16.343 0.002 -0.005 -0.001
Si -17.706 1.344 16.33 0.008 -0.003 -0.005
Si -20.39 4.042 16.388 0.006 0.013 -0.009
Si -17.739 6.758 16.258 -0.017 -0.001 0
Si -20.447 9.521 16.28 -0.011 0.004 -0.015
Si -17.675 -4.067 16.321 0.016 -0.012 0.006
Si -13.608 -0.021 17.698 0.004 0.017 0.004
Si -10.844 2.63 17.516 0.016 0.002 0.002
Si -13.647 5.391 17.473 0.002 -0.013 0.002
Si -10.828 8.093 17.483 0.008 0.016 0.008
Si -13.585 -5.44 17.484 -0.019 -0.009 -0.027
Si -10.892 -2.785 17.614 0.009 -0.011 0.008
Si -8.148 -0.033 17.53 0.003 0.01 -0.005
Si -21.755 2.698 17.788 0.003 -0.008 -0.004
Si -8.094 5.322 17.507 0.007 -0.017 -0.014
Si -21.769 -8.146 17.692 0.026 -0.006 0.016
Si -8.156 -5.488 17.623 0.02 -0.001 -0.003
Si -21.743 -2.683 17.737 -0.012 -0.003 0.019
Si -19.067 0.015 17.735 -0.008 -0.01 -0.005
Si -16.297 2.677 17.657 0.009 -0.003 0.012
Si -19.009 5.413 17.728 -0.007 0.006 0.022
Si -16.393 8.132 17.574 0.01 0.011 -0.004
Si -19.087 10.88 17.617 -0.016 0.003 -0.023
Si -16.318 -2.653 17.67 -0.009 -0.008 0.021
Si -14.944 1.372 19.097 -0.008 0.009 -0.009
Si -12.275 3.997 18.74 -0.001 -0.043 -0.042
Si -15.019 6.718 18.833 -0.042 -0.012 -0.033
Si -12.217 9.477 18.75 0.003 0.016 -0.054
Si -14.839 -4.033 18.872 0.042 0.016 -0.032
Si -12.208 -1.417 19 -0.04 0.002 0.009
Si -9.441 1.334 18.911 0.015 0.009 -0.026
Si -23.129 4.071 19.14 0.001 0.01 0.008
Si -9.433 6.698 18.778 -0.014 0.017 -0.047
Si -23.165 -6.711 18.965 0.027 -0.011 -0.021
Si -9.562 -4.183 18.981 -0.013 -0.02 -0.014
Si -6.84 -1.401 18.898 -0.007 0.013 -0.024
Si -20.409 1.33 19.194 -0.004 -0.027 -0.007
Si -17.569 4.047 19.069 -0.008 0.029 -0.035
Si -20.41 -9.53 19.058 0.005 0.02 -0.023
Si -17.77 9.481 18.939 -0.029 -0.033 -0.02
Si -20.361 -4.084 19.057 0.011 0 -0.032
Si -17.683 -1.297 19.104 0.036 -0.005 -0.013
Si -16.291 0.034 20.52 -0.006 0.018 0.045
Si -13.487 2.781 20.329 -0.004 0.014 0.058
Si -16.124 5.384 20.423 0.037 -0.021 0.044
Si -13.616 8.117 19.997 0.011 -0.018 0.047
Si -16.346 -5.37 20.027 -0.006 0.014 0.046
Si -13.457 -2.819 20.42 0.009 -0.016 0.014
Si -10.788 -0.042 20.244 -0.014 -0.007 0.059
Si -8.123 2.682 20.37 -0.015 -0.015 0.074
Si -10.888 5.353 19.971 0.002 -0.006 0.035
Si -8.194 7.998 20.265 0.021 0.014 0.044
Si -10.896 -5.661 20.272 0.051 0.005 0.086
Si -8.195 -2.774 20.248 0 0.007 0.061
Si 43.556 0.002 20.7 0.005 -0.029 0.038
Si -18.981 2.732 20.428 -0.005 0.007 0.066
Si -21.823 5.502 20.487 0.038 0.025 0.031
Si -19.009 -8.197 20.438 -0.003 0.008 0.06
Si -21.791 -5.429 20.361 -0.001 0.023 0.052
Si -19.025 -2.705 20.459 -0.009 -0.019 0.03
Si -15.054 -1.647 21.661 0.108 0.217 -0.709
Si -11.871 1.57 21.512 -0.188 -0.027 -0.7
Si -14.302 4.491 21.771 -0.258 -0.12 -0.724
Si -12.228 6.743 21.228 -0.052 0.015 -0.447
Si -14.838 9.682 21.172 -0.106 -0.219 -0.71
Si -12.437 -4.636 21.682 0.335 0.482 -0.577
Si -9.286 -1.2 21.621 -0.215 -0.227 -0.733
Si 41.801 1.108 21.893 0.352 0.173 -0.677
Si -9.823 3.903 21.424 0.172 0.024 -0.689
Si -23.054 7.192 21.667 0.003 -0.247 -0.566
Si -9.977 8.86 21.495 0.042 0.065 -0.719
Si -6.656 -3.958 21.525 -0.004 -0.134 -0.664
Si 44.682 -1.715 21.947 0.182 0.307 -0.68
Si -17.623 1.492 21.895 0.164 -0.085 -0.774
Si -20.128 4.361 21.67 -0.233 -0.191 -0.696
Si -17.749 6.496 21.67 0.123 0.295 -0.695
Si -20.697 -7.065 21.644 0.093 0.027 -0.702
Si -17.287 -3.852 21.525 -0.149 0.007 -0.712
Si -24.643 -2.967 -2.159 0.127 0.025 0.083
Si -9.303 -7.021 24.454 -0.157 -0.019 -0.051
Si -21.914 4.815 -5.197 0.07 -0.079 0.03
Si -24.861 -5.053 23.87 -0.129 0.026 -0.182
Si -17.307 2.905 -4.487 0.017 -0.037 0.065
Si -11.258 -0.552 -4.455 0.131 -0.052 0.028
Si -25.631 -1.853 -4.772 -0.07 -0.04 0.026
Si -15.479 2.606 23.887 0.056 0.087 -0.121
Si -22.561 -4.88 25.675 0.014 -0.04 -0.112
Si -22.011 -7.526 -6.634 0.076 0.021 -0.015
Si -23.89 -5.955 -4.984 0.016 0.094 0.071
Si -13.549 0.108 23.733 0.025 -0.045 -0.144
Si -18.977 5.264 -4.952 -0.091 0.091 0.091
Si -19.437 7.023 25.491 0.148 -0.012 -0.05
Si -12.02 -5.262 -4.381 -0.043 -0.128 0.007
Si -12.856 -2.656 -5.371 -0.101 0.023 -0.023
Si -14.624 -7.936 -6.035 0.026 0.095 -0.046
Si -22.265 -2.075 -6.808 -0.052 0.056 -0.077
Si -11.006 2.088 -2.862 0.102 0.074 0.267
Si -15.057 2.818 -2.701 -0.051 0.085 0
Si -19.948 -6.362 24.536 0.013 0.118 -0.108
Si -14.266 5.64 26.131 -0.023 0.06 -0.066
Si -15.548 -2.138 -6.349 0.101 -0.007 -0.154
Si -12.22 -5.881 24.448 0.07 0.023 -0.177
Si -14.625 2.848 -5.56 0.006 0.01 0.149
Si -21.129 4.778 24.386 0.016 -0.025 -0.017
Si -19.418 0.819 -5.004 0.062 0.047 0.007
Si -16.527 6.955 24.607 -0.011 -0.104 -0.13
Si -25.695 0.699 -6.538 -0.107 0.052 -0.046
Si -15.113 -6.845 24.027 0.075 0.027 -0.135
Si -16.14 0.074 -2.131 -0.046 0.047 0.127
Si -18.966 -0.277 24.118 -0.096 -0.102 -0.01
Si -20.136 -7.553 -2.695 0.059 -0.007 0.037
Si -11.565 4.235 26.059 0.022 0.057 0.118
Si -11.464 4.964 -4.023 0.097 -0.008 0.062
Si -17.345 -4.864 24.368 0.099 -0.125 -0.119
Si -7.428 -5.458 -7.102 0.049 -0.091 0.063
Si -23.111 4.763 -2.567 -0.155 -0.046 0.18
Si -19.46 -3.054 -2.309 0.016 -0.047 0.105
Si -19.679 6.023 -2.03 0.016 -0.009 0.214
Si -7.031 2.16 24.515 0.08 -0.087 -0.147
Si -21.247 -5.097 -3.961 0.062 0.086 0.009
Si -13.611 5.6 -6.281 0.031 0.012 0.016
Si -23.734 1.798 -2.6 0.125 0.092 -0.038
Si -19.128 -8.094 -5.404 -0.068 0.023 0.001
Si -12.069 -6.526 -7.161 -0.012 -0.121 -0.201
Si -17.669 -1.467 -4.411 0.02 -0.007 0.195
Si -10.515 -5.114 -1.994 0.025 0.015 0.192
Si -9.351 -1.986 24.597 0.001 0.217 -0.03
Si -20.836 -4.864 -6.867 0.191 -0.011 -0.003
Si -17.177 -2.039 25.784 0.024 0.049 -0.019
Si -11.88 7.245 -2.415 0.018 0.031 0.049
Si -24.398 2.535 24.36 0.034 0 -0.125
Si -14.073 -7.117 -3.287 -0.09 -0.069 0.296
Si -14.982 -1.407 5.335 0.005 -0.004 0.004
Si -12.277 1.306 5.421 0.005 0.004 0.004
Si -14.995 4.054 5.434 -0.006 0.004 0.011
Si -12.309 6.798 5.437 -0.013 -0.008 0.01
Si -14.99 9.49 5.388 -0.004 -0.016 0.003
Si -12.259 12.248 5.356 0.005 0.009 -0.015
Si -9.52 -1.416 5.404 -0.001 0.012 0.002
Si -6.791 1.301 5.452 0.025 0.008 0.013
Si -9.557 4.057 5.48 0.001 0.019 0.013
Si -6.763 6.802 5.507 0.006 -0.003 0.017
Si -9.572 -6.751 5.448 -0.025 -0.005 -0.001
Si -6.789 -4.108 5.407 -0.007 -0.008 0
Si -20.407 -1.382 5.41 0.012 0.009 0
Si -17.69 1.273 5.383 0.009 -0.005 0
Si -20.44 4.047 5.366 -0.008 0.006 -0.011
Si -17.716 6.759 5.388 -0.001 -0.004 0
Si -20.41 9.477 5.362 0.002 0.003 0.012
Si -17.702 -4.125 5.378 0.017 -0.011 0.009
Si -13.65 -0.055 6.747 0.003 0.006 -0.003
Si -10.925 2.674 6.79 -0.004 0.004 0
Si -13.642 5.415 6.792 0.01 -0.002 -0.002
Si -10.921 8.159 6.77 -0.001 0 -0.004
Si -13.617 10.865 6.722 0.001 0 -0.007
Si -10.903 -2.751 6.756 0.003 0.004 -0.009
Si -8.179 -0.047 6.779 -0.001 -0.011 -0.004
Si -5.426 2.682 6.791 0.004 -0.002 -0.001
Si -8.169 5.424 6.803 -0.002 0 -0.002
Si -5.406 8.172 6.825 0.002 -0.004 -0.003
Si -8.171 -5.43 6.786 -0.004 0.002 -0.009
Si -5.444 -2.749 6.78 0.001 -0.003 -0.002
Si -19.048 -0.046 6.775 0.006 -0.002 0.003
Si -16.376 2.681 6.753 -0.004 0.016 -0.007
Si -19.081 5.401 6.743 -0.001 0.006 0.002
Si -16.36 8.133 6.747 0.006 -0.005 0
Si -19.073 -5.471 6.74 -0.007 0.004 -0.002
Si -16.334 -2.76 6.724 -0.004 0 -0.007
Si -15.001 1.323 8.103 0.003 -0.003 -0.012
Si -12.276 4.052 8.133 0.006 0.017 0.001
Si -15.015 6.776 8.127 -0.018 -0.011 -0.003
Si -12.284 9.508 8.118 0.013 -0.002 -0.004
Si -14.981 -4.111 8.095 0.012 0.013 -0.003
Si -12.274 -1.395 8.107 0.006 0.002 -0.001
Si -9.546 1.317 8.125 -0.009 0.001 0
Si -6.804 4.045 8.133 -0.006 0 -0.006
Si -9.549 6.793 8.123 0 -0.003 0.005
Si -6.812 -6.802 8.138 -0.009 -0.011 -0.005
Si -9.543 -4.089 8.133 0.009 0 -0.004
Si -6.808 -1.393 8.131 -0.004 -0.001 0.002
Si -20.42 1.338 8.105 0.012 0.005 -0.002
Si -17.729 4.044 8.114 -0.009 -0.019 0.004
Si -20.42 6.773 8.114 0 0.001 0.002
Si -17.713 -6.823 8.11 0.008 -0.003 -0.002
Si -20.425 -4.113 8.113 0.007 -0.013 -0.002
Si -17.693 -1.414 8.112 -0.002 0.003 0.001
Si -16.354 -0.035 9.469 -0.005 0 -0.001
Si -13.646 2.686 9.469 0.005 0.008 0
Si -16.373 5.411 9.477 0.005 0.01 0.002
Si -13.646 8.142 9.475 -0.002 0.004 -0.009
Si -16.349 -5.461 9.465 -0.002 -0.001 -0.004
Si -13.631 -2.754 9.465 0.004 -0.008 -0.003
Si -10.914 -0.038 9.469 -0.002 0.004 0.007
Si -8.177 2.682 9.471 0.003 -0.003 0.001
Si -10.908 5.418 9.472 0.003 -0.018 0.003
Si -8.176 8.143 9.474 0.003 0.005 0.004
Si -10.907 -5.465 9.47 0.005 -0.005 0
Si -8.176 -2.742 9.484 -0.013 0.006 0.003
Si -21.771 -0.022 9.474 0.002 -0.004 -0.002
Si -19.078 2.692 9.483 -0.007 0.02 0.005
Si -21.781 5.422 9.483 0 -0.004 0.007
Si -19.069 8.139 9.477 0.001 0 0
Si -21.785 -5.467 9.479 -0.009 0.011 -0.004
Si -19.065 -2.754 9.477 0.006 -0.005 0.002
Si -14.994 -1.394 10.822 0.013 0.005 -0.005
Si -12.276 1.327 10.817 0.003 0.002 -0.002
Si -15.005 4.049 10.826 -0.011 -0.002 -0.003
Si -12.28 6.773 10.822 0.007 0.002 -0.002
Si -14.999 9.502 10.838 0 -0.003 0.001
Si -12.271 -4.11 10.823 0.006 0.003 -0.003
Si -9.545 -1.388 10.826 0.004 0.002 0.003
Si -6.814 1.324 10.825 -0.004 0.004 0.007
Si -9.544 4.045 10.813 0 0.016 0.004
Si -6.806 6.776 10.813 -0.012 -0.003 0.001
Si -9.543 9.496 10.823 -0.005 -0.003 0.002
Si -6.804 -4.099 10.828 -0.002 -0.004 -0.002
Si -20.413 -1.377 10.84 0.008 0.003 0.001
Si -17.714 1.326 10.832 0.002 -0.003 -0.001
Si -20.427 4.059 10.844 0.001 0.001 -0.001
Si -17.721 6.778 10.844 -0.003 -0.006 0.002
Si -20.426 9.498 10.847 0.003 -0.007 -0.003
Si -17.707 -4.107 10.839 0.004 0.001 0
Si -13.638 -0.03 12.17 -0.002 -0.007 0
Si -10.899 2.674 12.167 -0.008 0 0.003
Si -13.636 5.403 12.18 -0.004 0 -0.004
Si -10.912 8.134 12.168 0.007 -0.001 0
Si -13.634 10.867 12.191 0.017 0.01 -0.002
Si -10.905 -2.754 12.17 -0.003 -0.009 -0.003
Si -8.174 -0.04 12.179 -0.015 -0.004 0.003
Si -5.443 2.684 12.167 -0.003 0.007 0.004
Si -8.176 5.41 12.15 0.01 -0.011 0.001
Si -5.434 8.13 12.165 0.005 0.005 0
Si -8.163 -5.471 12.164 0.002 0.007 0.002
Si -5.448 -2.742 12.189 0 0 -0.001
Si -19.063 -0.019 12.214 0.001 0.002 0.003
Si -16.362 2.693 12.189 0.006 0.004 0.001
Si -19.082 5.421 12.207 -0.009 -0.007 0.001
Si -16.36 8.142 12.198 0.001 0.003 0.003
Si -19.071 -5.455 12.206 0 -0.003 -0.002
Si -16.354 -2.737 12.197 -0.002 -0.004 -0.002
Si -14.997 1.327 13.532 -0.002 0.003 -0.002
Si -12.265 4.027 13.517 0.007 -0.001 0
Si -14.999 6.765 13.537 0.01 -0.004 0.004
Si -12.263 9.501 13.527 -0.002 -0.013 0
Si -14.992 -4.09 13.555 -0.001 0.001 -0.002
Si -12.274 -1.394 13.511 -0.003 0.013 0.002
Si -9.542 1.306 13.528 0.015 0.004 0.009
Si -6.813 4.05 13.495 -0.011 0.008 0.008
Si -9.538 6.767 13.5 -0.014 0.006 -0.002
Si -6.796 9.487 13.511 0 -0.008 0.005
Si -9.52 -4.106 13.506 0 -0.002 0.005
Si -6.81 -1.389 13.546 -0.006 0 0.006
Si -20.408 1.346 13.592 0.008 -0.005 0
Si -17.731 4.046 13.552 -0.005 0.015 -0.006
Si -20.437 6.772 13.585 0.002 0.002 -0.001
Si -17.719 9.504 13.567 -0.005 0 0.005
Si -20.408 -4.08 13.583 -0.002 -0.006 0.009
Si -17.702 -1.375 13.574 0.013 -0.002 0
Si -16.354 0.004 14.927 -0.008 -0.002 0.008
Si -13.612 2.654 14.88 -0.003 -0.001 0.005
Si -16.372 5.403 14.889 -0.002 -0.006 0.003
Si -13.63 8.137 14.871 -0.004 0.008 0.005
Si -16.36 -5.44 14.914 0.004 0.001 -0.001
Si -13.636 -2.707 14.899 0.009 -0.005 0.004
Si -10.907 -0.071 14.876 -0.007 -0.01 0.008
Si -8.146 2.666 14.842 -0.006 0.006 0.004
Si -10.884 5.387 14.843 0.008 0 0.008
Si -8.16 8.119 14.842 0.003 -0.001 0.002
Si -10.868 -5.462 14.856 0.004 0.018 0.002
Si -8.171 -2.764 14.888 0.008 -0.001 0.002
Si -21.756 0.002 14.975 -0.002 0.004 0.003
Si -19.06 2.705 14.966 -0.005 -0.005 0.012
Si -21.752 5.413 15.002 0.006 0.003 0.014
Si -19.088 8.147 14.924 0 0 0.002
Si -21.79 10.901 14.94 0.005 -0.005 0.002
Si -19.05 -2.721 14.959 0.001 0.008 0.005
O -1.811 1.204 23.188 -0.108 -0.345 0.097
O -0.055 -2.7 21.902 -0.182 0.014 0.466
O -4.515 3.887 23.035 -0.642 0.051 0.19
O -1.823 -3.782 -1.409 -0.29 0.337 0.115
O -2.46 1.481 -3.907 0.348 0.11 0.055
O 7.148 -6.587 23.16 0.284 -0.419 0.189
O 0.034 -5.464 -0.475 -0.119 0.015 -0.316
O 5.536 5.382 -0.363 -0.116 0.017 -0.569
O 5.011 -5.514 -3.445 -0.424 -0.338 -0.108
O 1.979 -1.26 22.866 0.463 -0.395 0.273
O -3.32 -7.014 23.157 0.032 0.304 0.114
O 1.791 3.83 -1.346 -0.063 0.077 -0.411
O -8.288 3.005 24.005 -0.195 -0.25 -0.292
O -0.995 1.496 25.7 -0.076 0.167 0.726
O -2.681 5.46 22.051 -0.179 0.047 0.229
O -3.655 7.423 24.985 0.198 -0.191 -0.17
O 5.31 0.197 -0.318 0.033 0.023 -0.242
O 5.256 -2.934 -3.716 0.016 0.175 0.468
O 0.852 -7.172 23.097 -0.151 0.259 0.444
O 1.583 4.799 22.763 -0.213 -0.071 0.173
O -5.28 -5.633 -0.452 0.287 0.212 -0.45
O -4.499 -2.239 25.316 -0.163 0.099 0.125
O 8.208 8.13 -0.458 0.085 -0.043 -0.401
O 2.594 -2.587 -0.335 0.098 -0.002 -0.454
O 12.82 -3.484 24.5 0.02 0.108 0.344
O 3.839 7.309 -1.077 0.024 0.176 -0.272
O 5.438 -7.699 25.847 0.023 -0.123 -0.589
O -5.83 -4.35 -4.085 0.468 0.077 0.007
O 4.282 -8.104 -5.69 -0.203 0.433 -0.11
O 9.931 1.008 23.382 -0.145 -0.332 0.501
O -4.652 4 -1.277 -0.182 -0.063 -0.12
O -6.912 -4.053 -1.586 -0.07 -0.107 -0.019
O 5.238 2.685 22.255 0.177 -0.015 0.284
O -1.952 -2.058 24.38 0.244 0.281 -0.141
O 2.606 -5.456 22.172 0.111 -0.028 0.48
O 4.173 4.152 -2.495 0.163 -0.118 0.139
O -6.464 1.389 23.199 0.65 -0.131 0.281
O -1.412 7.583 -1.17 0.209 0.304 -0.328
O -0.014 2.798 22.132 0.245 -0.01 0.28
O -1.747 -4.313 22.998 -0.235 -0.417 0.153
O 1.84 -7.224 -1.214 -0.209 0.053 -0.252
O -10.864 -6.714 24.836 -0.186 -0.169 0.044
O -7.783 -2.592 -3.532 -0.059 0.224 -0.471
O 0.761 -0.957 -1.237 -0.27 0.391 -0.025
O -10.683 -1.842 25.514 -0.035 -0.31 0.375
O -4.296 5.019 25.468 0.37 -0.2 0.108
O 2.419 2.643 -3.626 0.451 -0.182 -0.193
O 1.634 6.709 -2.299 -0.112 -0.421 0.024
O -1.294 1.188 -1.423 0.217 -0.208 -0.115
O -15.041 1.231 -2.381 0.358 -0.093 -0.264
O -0.602 5.606 -3.347 0.001 -0.285 0.384
O 3.01 4.303 -6.631 -0.252 -0.274 -0.587
O -5.419 8.146 22.079 -0.137 0.061 0.309
O 0.785 3.455 -5.637 -0.167 -0.039 -0.436
O 2.931 4.878 24.977 0.247 0.121 0.282
O 0.253 7.933 -4.088 -0.024 0.226 0.352
O -0.579 -0.245 -3.401 -0.109 -0.282 -0.621
O 1.184 2.949 25.177 -0.355 0.603 -0.382
O 6.054 -1.657 23.008 -0.022 0.339 0.442
O -1.916 -4.267 25.652 0.348 0.046 0.136
O -0.025 5.461 -0.332 0.081 0.032 -0.52
O -5.597 -2.829 22.086 -0.078 -0.054 0.498
O 7.539 -1.531 -3.916 0.391 -0.03 0.16
O -3.174 -6.522 25.758 -0.245 -0.214 0.092
O 8.477 -0.067 26.156 -0.23 -0.238 -0.059
O -11.267 3.409 -3.736 0.148 -0.059 -0.132
O -9.396 1.952 -2.676 0.041 -0.603 -0.391
O -2.769 2.757 -0.139 0.024 0.039 -0.241
O -10.172 -1.483 -3.695 0.361 -0.154 -0.272
O 10.707 -2.942 22.092 -0.005 -0.152 0.628
O -13.119 -7.599 -6.544 0.096 -0.255 -0.049
O -3.84 -7.751 -1.173 -0.196 -0.179 -0.31
O 1.193 -3.994 -6.162 -0.32 0.338 0.116
O -8.889 -1.495 -1.367 0.476 0.29 -0.313
O 5.844 0.578 25.738 -0.051 -0.087 -0.339
O 32.404 -5.292 -0.514 -0.049 0.11 -0.329
O -11.491 0.823 -3.697 -0.596 0.01 -0.098
O 23.61 -4.904 -5.044 0.355 -0.197 -0.475
O 13.572 -3.74 -3.092 0.045 0.16 -0.26
O -8.047 -1.056 24.957 0.089 0.047 -0.151
O 5.755 0.249 -3.539 -0.449 0.424 0.365
O 6.23 -6.593 -1.262 -0.22 0.161 0.013
O -8.691 7.898 24.987 -0.352 0.142 0.504
O -0.662 7.086 22.523 0.375 -0.13 -0.089
O 1.254 0.915 -5.266 -0.138 -0.282 -0.601
O 18.991 -6.664 -6.488 -0.204 -0.35 0.148
O 22.369 1.151 -5.132 0.065 0.298 -0.4
O -7.269 1.745 -1.164 0.226 -0.279 -0.408
O -3.49 -1.083 -1.308 0.517 -0.117 -0.034
O 4.236 -4.039 -1.552 0.46 -0.308 -0.272
O 9.444 2.275 -0.995 0.077 0.567 -0.423
O -8.188 -0.07 22.011 0.217 0.011 0.517
O -18.633 0.713 22.898 -0.479 -0.045 -0.106
O 1.94 -0.982 -3.566 0.364 -0.233 0.268
O -29.125 -0.103 24.728 0.565 0.134 -0.367
O -7.532 -4.623 22.727 -0.274 -0.233 -0.098
O 23.633 2.473 -3.175 -0.323 0.33 0.101
O -25.114 2.268 -3.3 -0.288 -0.307 -0.701
O -20.03 -6.351 22.93 0.24 0.15 0.229
O 7.1 4.44 23.081 -0.123 -0.077 0.022
O 24.955 1.73 -5.291 -0.01 -0.527 0.088
O 18.129 -0.994 23.24 0.118 0.125 0.265
O 4.323 -3.656 22.949 0.013 0.263 0.336
O 3.015 1.175 22.738 -0.38 0.2 0.22
O 22.35 3.642 25.79 -0.141 0.089 0.068
O -9.712 -6.22 -1.154 0.12 -0.139 -0.228
O -11.916 -4.805 23.246 0.421 0.385 0.282
O 23.73 -1.447 -1.416 0.203 -0.283 0.005
O -29.331 4.428 24.987 0.381 -0.272 -0.122
O 26.027 -1.699 -2.851 0.313 0.241 -0.347
O 2.395 -1.453 -6.042 -0.078 -0.437 0.282
O -4.427 -0.134 -3.692 -0.725 -0.062 -0.33
O 0.825 5.719 -7.095 -0.512 -0.326 -0.353
O -31.559 -6.359 -4.468 -0.389 0.112 0.046
O -5.485 0.105 -0.256 -0.058 0.048 -0.418
O 3.612 -5.008 -6.079 0.42 -0.448 0.198
O 12.082 1.953 -5.665 0.239 0.297 0.136
O -3.168 0.096 25.181 -0.254 -0.096 0.395
O 14.673 1.168 23.309 0.17 -0.446 0.139
O 16.363 -2.711 22.298 -0.091 -0.105 0.407
O 11.922 -0.511 -6.354 -0.011 -0.464 -0.359
O 17.776 2.647 -6.628 -0.33 -0.098 0.184
O 11.139 0.185 -3.945 -0.151 -0.098 0.328
O 23.183 -6.373 23.202 0.577 0.006 0.188
O 16.256 -5.291 -0.395 -0.178 -0.092 -0.186
O 21.834 5.422 -0.354 0.121 -0.111 -0.525
O 16.468 -8.056 -3.259 0.112 -0.274 -0.143
O -23.139 0.588 -3.49 -0.001 -0.284 0.053
O 13.929 -5.802 25.304 0.033 -0.411 -0.09
O 8.558 3.532 -3.154 0.213 -0.206 -0.21
O 8.174 -5.539 25.352 -0.415 0.172 0.286
O 19.763 2.854 25.985 0.019 0.05 -0.104
O 12.969 4.469 23.299 -0.055 0.022 0.539
O 6.452 6.452 24.6 -0.539 -0.042 -0.123
O 21.845 0.132 -0.461 0.08 -0.31 -0.402
O -9.833 -1.74 23.062 -0.393 -0.053 0.027
O 18.089 -7.127 23.014 0.361 0.102 0.484
O 18.263 4.332 23.11 0.002 -0.269 0.418
O 10.925 -5.289 -0.105 0.126 0.291 0.017
O 14.172 6.273 -5.642 -0.324 -0.112 0.271
O 24.378 -8.088 -0.446 0.173 0.198 -0.532
O 19.127 -2.687 -0.512 0.009 -0.165 -0.382
O 23.748 3.709 -0.934 0.088 -0.009 -0.011
O 20.41 7.332 -1.408 -0.314 0.129 0.108
O 11.442 -2.4 -4.575 0.209 -0.374 0.401
O 20.147 8.049 25.589 0.412 -0.287 -0.418
O 7.998 7.758 26.064 -0.002 0.103 0.018
O 17.697 4.012 -1.707 0.063 -0.142 -0.039
O 23.338 4.198 23.369 -0.076 0.398 0.02
O 11.935 4.204 -1.266 -0.213 0.376 -0.116
O 16 3.367 -3.717 -0.063 0.201 0.098
O 13.134 6.266 25.266 0.322 0.099 0.159
O 21.643 2.683 22.18 0.07 -0.087 0.551
O 16.455 -5.974 -6.47 0.047 -0.301 -0.4
O 20.847 -3.359 22.774 -0.03 0.083 0.099
O -3.94 -1.068 23.01 0.046 0.392 0.11
O 20.072 1.96 -1.204 -0.449 0.541 0.007
O 30.589 6.738 -1.108 -0.223 0.257 -0.247
O 14.719 7.695 -1.366 -0.583 -0.009 -0.159
O 15.838 -7.927 22.127 0.134 0.329 -0.305
O 14.694 -4.624 23.096 0.226 -0.178 0.285
O 21.507 -3.58 -5.815 -0.336 0.15 -0.036
O 20.511 0.525 -3.349 -0.117 -0.44 0.469
O -4.79 2.551 -3.515 -0.712 -0.309 -0.026
O 15.369 0.778 -1.304 0.066 0.301 -0.287
O 6.824 -4.047 23.638 0.023 0.089 -0.184
O -12.892 5.019 25.554 0.255 0.054 -0.646
O 22.318 -6.586 -1.31 -0.47 -0.133 -0.021
O 9.542 1.877 -5.241 -0.677 -0.063 0.149
O 11.152 2.755 -3.305 -0.295 -0.303 -0.007
O -23.044 5.756 -1.297 0.477 0.184 -0.083
O 7.009 -1.217 -1.483 -0.085 -0.623 -0.214
O 9.337 -3.749 -3.886 -0.174 0.067 -0.01
O 14.306 3.674 -5.871 -0.123 -0.312 -0.321
O -15.517 -7.254 22.511 -0.07 -0.32 -0.157
O 19.213 -5.225 21.98 0.055 -0.079 0.442
O 9.337 -2.104 -6.069 -0.155 0.263 0.289
O 20.473 4.615 -5.854 0.661 0.173 0.291
O 10.747 -8.018 22.465 -0.025 -0.013 0.397
O -18.512 -5.784 25.004 0.274 0.033 0.268
O 19.897 6.39 22.954 0.083 0.12 0.301
O 13.972 -3.795 -0.607 -0.471 -0.321 0.099
O 14.378 -5.111 -5.117 0.187 0.45 -0.086
O 16.083 -0.342 -3.601 0.426 -0.031 -0.317
O 14.374 6.585 23.038 -0.141 0.348 0.265
O -15.351 5.903 24.952 0.148 -0.267 -0.218
O 20.326 5.728 -3.467 0.018 -0.216 0.309
O -13.793 -5.518 21.716 -0.111 0.08 0.338
O 13.53 -0.91 -4.212 -0.024 -0.413 0.412
O 14.334 -7.483 -6.28 -0.031 -0.325 -0.549
O 16.21 5.648 -0.496 0.171 -0.041 -0.03
O 12.13 -1.366 23.292 0.379 0.445 0.276
O -29.427 -0.852 -3.359 -0.35 -0.322 0.279
O 16.315 -7.558 24.78 -0.434 0.16 0.237
O -24.088 6.862 22.919 -0.765 0.103 0.033
O 6.98 3.134 -1.129 -0.172 -0.197 -0.033
O 9.145 -4.876 22.946 0.475 -0.368 0.272
O 18.25 -4.121 -6.02 -0.283 0.222 0.501
O 7.913 4.822 -5.402 -0.523 -0.167 -0.122
O 21.053 -5.919 24.841 -0.405 0.294 -0.44
O 21.663 -8.154 22.17 0.03 0.071 0.371
O 30.569 -3.636 -1.45 -0.013 -0.165 -0.491
O 2.811 -4.09 -3.856 -0.329 0.368 0.059
O 27.423 5.656 25.003 0.162 0.332 0.058
O -10.832 2.74 22.014 -0.031 -0.025 0.564
O -25.127 5.807 25.238 -0.148 -0.482 -0.065
O 12.443 -1.851 -1.442 -0.382 -0.062 -0.612
O 27.386 -2.637 22.16 0.031 0.023 0.206
O -1.762 -4.521 -3.976 0.406 0.082 -0.406
O 18.002 1.245 24.699 -0.56 0.175 -0.085
O 25.613 4.171 -2.727 0.501 -0.174 -0.276
O 17.118 3.249 26.045 0.195 0.396 -0.074
O 12.18 -7.084 -1.381 0.016 -0.539 -0.24
O -29.004 6.425 23.208 0.031 0.206 0.529
O 3.455 6.602 23.119 0.09 0.347 0.571
O 20.157 -0.174 24.875 0.202 0.385 0.222
O 19.162 8.134 -3.516 -0.141 0.18 -0.417
O 12.022 7.753 -5.871 0.073 0.001 0.121
O 20.949 -2.566 25.248 -0.116 -0.25 0.591
O 26.107 6.606 -3.891 0.452 -0.154 -0.325
O 10.899 7.985 -3.307 -0.176 0.036 -0.728
O -31.369 1.328 24.565 -0.158 0.076 -0.495
O -28.972 -1.928 -5.847 0.213 -0.28 -0.132
O 6.024 1.271 -6.047 0.068 0.1 0.254
O 20.991 -1.111 -5.362 0.076 -0.242 0.316
O 8.925 -4.051 -1.336 -0.367 0.46 -0.166
O 16.396 2.768 22.215 0.341 -0.02 0.328
O 13.835 7.961 -3.822 -0.308 -0.274 0.181
O -22.51 -3.275 25.516 0.01 0.312 -0.396
O 10.892 0.072 -0.471 -0.198 0.149 -0.335
O 21.022 -4.325 -1.357 0.009 0.254 -0.464
O 12.305 -6.015 -3.781 -0.027 -0.177 -0.636
O 8.009 -0.151 22.225 -0.266 0.221 0.269
O 24.72 5.081 25.351 0.091 0.029 0.538
O 24.471 0.002 22.31 0.201 -0.26 0.342
O 6.001 -7.795 -3.633 0.307 -0.483 0.043
O 25.616 -4.04 23.365 -0.57 -0.143 0.13
O 28.237 -7.153 25.557 -0.669 -0.177 -0.262
O -31.982 -6.78 -7.067 0.232 -0.32 -0.27
O 18.027 -6.787 -1.581 0.661 0.189 0.01
O 8.804 6.483 23.22 -0.063 -0.321 0.454
O -3.826 -5.98 -4.833 0.104 -0.287 -0.074
O -22.635 5.321 24.225 -0.243 -0.135 -0.067
O -23.932 -5.512 25.106 -0.117 -0.203 0.031
O 14.504 1.461 -4.593 -0.16 -0.075 -0.327
O -11.157 7.781 21.972 0.061 0.162 0.171
O 19.642 1.04 22.677 0.063 -0.123 0.041
O -25.244 3.591 23.419 0.102 0.342 0.294
O 17.862 -6.021 -4.188 -0.029 0.63 0.383
O -25.99 3.717 -1.427 -0.086 -0.352 -0.013
O -23.3 1.827 23.369 0.48 0.192 0.212
O -7.461 3.869 -2.674 0.371 -0.32 -0.575
O 21.831 7.738 -3.715 0.16 0.699 -0.06
O 27.771 -4.808 24.547 0.037 0.123 -0.276
O -22.589 5.983 -6.052 -0.269 0.328 0.418
O 14.679 -6.2 -2.693 0.387 0.014 0.48
O 15.033 -1.828 -1.805 0.276 -0.156 0.04
O -15.845 -7.949 24.924 -0.296 0.032 0.233
O -23.28 7.667 25.327 0.119 0.568 -0.183
O 18.579 -6.178 25.659 -0.059 0.505 -0.402
O -20.081 5.984 24.455 0.153 0.158 -0.403
O 30.969 0.981 22.953 0.091 0.122 0.312
O 32.657 -2.617 22.105 -0.226 0.27 0.555
O 31.112 -1.999 -5.555 0.221 -0.122 0.012
O -21.267 -6.565 -3.271 -0.584 -0.187 0.149
O 3.741 0.476 -5.033 -0.175 0.535 0.202
O -25.527 -6.345 23.165 -0.166 -0.085 0.28
O -12.029 -2.483 -6.763 -0.099 -0.676 -0.345
O -27.41 5.498 -0.336 0.109 -0.078 -0.472
O -28.906 -3.388 -3.742 -0.504 -0.12 -0.061
O -31.02 -0.832 23.066 0.205 0.005 0.116
O 29.077 -6.562 23.114 0.561 0.026 0.046
O -30.776 5.999 -2.53 -0.469 0.231 0.115
O 29.159 -3.55 -6.484 0.16 -0.121 0.562
O 31.651 2.083 25.671 -0.061 -0.144 -0.545
O 30.005 5.502 22.154 0.071 -0.153 0.117
O 25.572 6.421 23.257 -0.372 -0.178 -0.035
O -27.103 -0.125 -0.372 -0.009 -0.29 -0.275
O 30.645 6.971 -4.882 0.444 -0.024 -0.172
O -31.354 -7.209 23.051 -0.231 -0.448 0.065
O -30.545 4.351 22.715 0.176 -0.019 0
O -25.362 -1.934 -1.159 -0.133 0.2 -0.255
O 30.25 -5.531 25.19 0.148 -0.308 0.404
O -24.462 7.942 -0.541 -0.169 0.123 -0.474
O -30.004 -2.673 -0.416 -0.077 -0.119 -0.292
O -22.011 5.212 -3.647 0.296 0.495 0.187
O -29.08 7.417 -1.088 -0.35 0.666 -0.137
O -24.959 -6.385 -3.853 0.11 -0.583 -0.09
O -26.945 4.06 -3.986 0.24 0.006 -0.382
O 24.323 -7.835 -3.84 -0.25 0.562 0.167
O -30.791 3.75 -1.062 0.135 -0.539 -0.01
O 1.122 6.861 24.388 -0.092 -0.022 0.547
O 28.618 4.858 -1.124 -0.301 0.022 -0.241
O 26.613 0.86 25.774 -0.472 -0.401 0.22
O -24.978 2.07 -6.018 -0.305 0.311 0.339
O -27.333 2.643 22.192 -0.083 0.102 0.418
O -2.174 -6.834 -2.91 0.207 0.316 0.248
O -28.253 -3.537 23.121 -0.482 0.153 0.441
O 28.374 3.885 23.213 -0.061 -0.267 0.106
O -28.853 1.217 -1.63 0.131 0.173 -0.215
O 26.231 1.687 23.241 0.108 -0.085 -0.033
O -10.311 7.582 -2.701 0.036 0.194 0.403
O -27.729 -2.205 25.362 -0.099 -0.031 0.306
O 30.963 -4.347 23.009 -0.552 -0.201 0.111
O 15.252 4.723 24.665 0.281 0.016 -0.226
O 23.415 -6.183 25.796 -0.297 -0.55 0.357
O 25.933 6.318 -1.266 0.382 -0.026 -0.32
O -31.768 -0.937 -1.26 0.096 -0.146 -0.366
O 1.134 0.452 24.578 -0.425 -0.369 -0.064
O 27.033 3.211 25.276 -0.172 0.2 0.396
O -31.116 3.815 -5.667 0.128 0.117 0.274
O 30.338 0.342 -5.053 -0.416 0.201 -0.039
O 31.848 1.07 -1.392 -0.382 -0.171 -0.277
O 28.12 -3.464 -2.573 -0.033 -0.679 -0.463
O 25.812 -3.54 -1.171 -0.147 0.192 -0.154
O -17.381 -3.475 25.133 -0.299 -0.067 0.179
O -27.452 -5.575 -3.464 -0.109 -0.274 -0.474
O -29.857 -5.337 22.144 0.159 0.115 0.222
O 28.213 -5.998 -6.549 0.088 -0.137 0.14
O 28.656 7.889 -6.193 -0.091 -0.287 -0.325
O 27.24 -8.153 22.217 -0.099 0.083 0.325
O -2.745 -2.241 -3.427 0.29 -0.141 -0.472
O 5.204 -2.766 25.237 0.09 0.565 0.34
O 17.306 6.708 23.408 -0.23 -0.429 0.014
O 30.918 -6.972 -5.986 0.024 0.505 0.188
O -13.435 -5.718 -3.758 -0.287 0.493 -0.082
O 31.755 6.959 23.32 -0.291 -0.051 0.182
O -25.189 -0.555 -5.631 0.146 0.145 -0.098
O -31.124 1.058 -2.851 0.009 0.637 -0.312
O -26.352 -1.737 23.118 -0.204 0.361 0.397
O -18.612 6.703 -5.564 0.606 -0.013 -0.221
O 31.575 -3.286 25.354 -0.241 0.127 0.206
O 32.619 5.383 -0.229 0.151 0.064 -0.38
O 26.836 -2.521 25.273 0.023 0.231 -0.374
O -20.731 0.339 -4.203 -0.058 -0.048 0.67
O 32.222 -0.583 -3.491 0.207 -0.048 -0.36
O -25.996 -4.015 24.377 -0.106 -0.094 0.359
O -29.861 -8.001 -3.431 0.463 0.096 -0.457
O 25.506 -4.634 25.975 -0.185 0.252 0.289
O -15.015 -0.622 -6.179 -0.225 0.264 0.318
O 29.871 2.497 -6.349 0.019 0.016 -0.271
O -12.758 -5.071 25.725 -0.122 0.454 0.09
O -27.21 -8.136 22.297 0.178 0.12 0.477
O 30.021 2.754 -0.43 -0.183 -0.171 -0.608
O 3.326 -7.741 -3.271 -0.092 0.384 -0.114
O -32.444 -5.382 24.591 0.189 0.348 0.406
O -13.217 5.711 22.085 -0.124 0.126 0.509
O 30.275 5.072 -3.137 0.311 -0.687 0.073
O 29.499 -1.221 22.888 -0.153 -0.134 -0.049
O -24.577 4.878 -3.256 -0.093 0.398 -0.232
O -23.828 -4.364 22.846 -0.205 -0.253 0.391
O -31.642 -7.128 -1.752 -0.222 -0.586 -0.239
O -30.197 -6.469 25.372 0.52 0.586 -0.314
O 31.723 4.686 -5.324 0.148 0.23 -0.6
O -19.987 -7.865 25.064 -0.326 -0.041 0.245
O 28.919 -7.013 -1.314 0.539 0.212 0.067
O -32.424 -7.95 25.247 -0.399 0.122 0.619
O 11.234 -0.918 25.515 0.378 0.495 0.019
O -25.888 -3.095 -5.763 -0.177 0.074 0.156
O -32.13 3.831 -3.295 -0.329 -0.187 0.237
O -27.041 -1.534 -4.05 0.24 0.166 0.134
O -0.095 -2.719 -3.061 0.399 -0.628 -0.13
O -26.169 -6.707 -1.497 -0.548 -0.062 -0.143
O 29.363 -7.215 -3.916 0.328 0.355 0.211
O -20.73 3.859 23.112 -0.28 -0.544 0.208
O 4.436 6.376 -3.881 -0.134 -0.151 -0.186
O 25.698 7.541 25.654 -0.297 0.494 -0.345
O 31.688 6.165 25.923 -0.265 -0.518 -0.093
O -6.562 5.949 -1.035 0.571 -0.31 0.06
O -32.542 2.733 22.075 -0.033 0.132 0.344
O -22.815 -4.885 -4.353 -0.352 0.638 0.117
O 25.531 1.857 -1.377 0.343 -0.062 -0.494
O -14.759 -7.031 -1.817 -0.148 -0.079 -0.221
O -28.121 -4.214 -1.323 0.671 0.162 0.078
O -21.774 -2.82 22.237 0.149 -0.158 0.224
O -5.882 -5.514 -6.494 0.273 -0.012 -0.294
O 31.168 -0.757 24.888 0.503 0.122 0.093
O -25.505 -4.306 -2.33 0.013 0.063 0.235
O -29.452 3.93 -3.301 0.004 -0.628 -0.248
O 7.807 2.308 25.316 -0.281 0.092 -0.522
O -16.583 3.263 -3.075 -0.448 0.09 0.544
O 5.024 4.095 -5.005 -0.053 -0.351 0.077
O -11.655 -5.649 -5.887 0.328 0.237 -0.167
O -17.356 0.725 -1.281 -0.095 -0.313 -0.345
O -24.551 -2.238 -3.611 0.248 0.309 -0.146
O -6.194 6.931 25.603 -0.017 0.27 0.457
O -17.81 4.217 -5.269 0.364 0.244 -0.537
O -21.836 -0.125 -0.449 -0.139 -0.045 -0.506
O -15.047 -7.512 -4.517 -0.681 -0.022 -0.208
O -29.553 1.298 22.666 -0.135 0.211 0.345
O 12.391 1.582 24.475 -0.017 -0.109 0.108
O -8.741 8.017 -4.786 -0.119 0.275 -0.452
O -19.946 1.529 -6.335 -0.456 0.351 0.084
O -23.979 1.229 -1.117 -0.467 -0.108 0.013
O 5.663 -1.293 -5.688 -0.16 -0.132 -0.578
O -28.268 6.264 -3.347 0.291 0.422 0.143
O -11.861 2.1 -1.466 -0.551 0.619 -0.265
O 27.196 -5.424 -0.203 -0.012 0.005 -0.087
O 28.54 7.011 -2.61 -0.114 -0.05 0.032
O 25.209 4.299 -5.849 0.041 0.109 0.555
O 27.168 0.082 -0.325 0.052 -0.071 -0.368
O -30.018 0.365 -6.178 -0.44 0.45 -0.157
O -31.358 -1.887 -7.019 -0.428 0.14 -0.042
O 28.922 0.634 24.557 -0.187 0.184 -0.443
O -19.961 -1.369 23.427 0.145 -0.504 0.301
O -16.181 -2.763 22.081 -0.115 -0.026 0.446
O 21.413 -5.369 -3.71 -0.765 -0.449 0.019
O -7.607 1.296 25.75 -0.37 0.521 0.113
O -18.538 -0.483 -5.344 0.078 -0.15 -0.701
O -9.248 -6.967 22.848 0.439 0.288 0.025
O -16.444 -5.447 -0.609 0.066 0.058 -0.423
O -10.828 5.462 -0.127 0.027 -0.033 -0.335
O 8.911 6.173 -3.37 -0.396 0.406 0.012
O -14.291 -1.137 23.012 -0.058 -0.271 0.439
O -10.842 -5.781 -3.419 0.215 -0.631 -0.275
O -14.131 3.069 -4.014 0.397 0.326 0.129
O 32.205 2.131 -5.107 0.061 -0.498 0.428
O -14.357 -3.093 -5.782 0.009 -0.518 0.129
O -18.918 5.406 21.994 -0.054 -0.094 0.323
O 10.497 -3.213 25.22 -0.264 -0.301 -0.312
O -10.759 0.043 -0.405 -0.185 -0.098 -0.11
O -12.119 -3.665 -4.374 -0.067 0.182 0.582
O -4.33 1.447 -5.841 -0.33 0.046 0.114
O -14.611 3.809 23.228 0.439 0.361 0.481
O -21.707 -5.41 -0.487 0.124 -0.08 -0.13
O -15.826 -5.442 24.435 0.22 0.489 0.249
O -8.152 8.062 -0.411 -0.085 0.128 -0.376
O -13.574 -2.784 -0.518 -0.184 -0.054 -0.496
O 20.534 3.15 -3.559 0.561 0.008 0.053
O -12.345 7.505 -0.901 -0.197 0.29 -0.157
O -2.911 4.368 -3.223 0.46 -0.146 -0.206
O -14.566 3.649 -1.409 0.228 0.119 -0.143
O -6.162 -4.273 24.827 0.335 -0.041 -0.582
O 9.994 4.01 -6.81 0.416 0.103 -0.267
O 13.515 3.736 -3.387 0.171 0.075 0.032
O -20.42 4.852 -1.184 -0.25 0.143 -0.378
O -10.042 5.66 -4.417 0.045 -0.374 -0.704
O 4.959 5.959 -6.958 0.689 0.154 0.046
O 26.866 -7.357 -2.964 -0.487 0.433 0.327
O 3.733 2.279 25.553 0.101 0.384 -0.263
O -1.222 -6.634 -5.345 -0.098 -0.116 -0.637
O 23.605 6.479 -5.436 -0.504 0.095 -0.405
O 18.239 1.959 -3.115 -0.465 -0.55 -0.428
O -21.803 -3.6 -6.776 -0.185 -0.091 0.268
O -18.436 6.691 -1.224 0.27 0.498 -0.115
O 10.618 -4.452 -6.019 0.311 -0.175 -0.015
O -17.783 -4.664 22.831 -0.173 -0.228 0.18
O -2.249 5.703 -5.376 -0.033 -0.341 -0.055
O 22.846 -4.058 24.335 0.673 0.15 0.29
O 14.601 2.453 25.696 -0.156 -0.104 0.461
O -15.424 -1.127 -1.345 0.048 -0.194 -0.473
O 23.787 6.105 -2.858 -0.578 -0.429 0.266
O -21.064 3.951 25.759 0.644 -0.013 0.122
O -16.152 2.299 -5.451 0.009 -0.131 -0.504
O -3.162 2.71 24.939 0.19 0.268 0.193
O -18.515 1.881 -4.181 0.18 0.037 0.719
O -18.42 -3.876 -1.377 0.205 0.152 -0.361
O -24.632 -5.299 -6.257 0.143 -0.175 -0.328
O -27.197 -5.122 -6.832 -0.075 -0.101 0.102
O -27.307 0.754 -6.395 0.046 -0.414 -0.08
O -5.31 -2.305 -2.641 -0.131 0.067 0.221
O 11.243 2.862 22.391 -0.259 0.119 -0.177
O -21.708 -0.881 25.962 -0.277 0.091 -0.538
O -14.662 1.232 23.983 -0.514 -0.165 0.037
O -21.841 -8.132 22.179 -0.038 0.128 0.539
O -15.926 2.897 25.412 -0.582 0.083 0.038
O 7.966 0.98 -2.594 0.516 -0.272 -0.131
O 10.026 -6.023 -2.611 -0.04 -0.214 0.258
O -18.198 -7.126 -6.287 -0.221 0.297 0.136
O -16.708 -0.549 -3.494 0.493 0.099 -0.473
O -17.037 6.839 23.088 0.105 0.009 0.065
O -10.557 4.085 24.84 -0.249 -0.244 -0.373
O -7.17 6.659 23.155 0.044 -0.489 -0.023
O -17.839 6.829 25.527 -0.09 -0.15 0.701
O -4.361 6.694 -6.569 -0.023 -0.471 0.384
O -16.303 5.381 -0.456 -0.258 -0.148 -0.507
O -8.27 5.371 25.09 0.315 -0.009 0.515
O -19.092 5.355 -3.355 0.081 -0.178 0.129
O -9.101 3.641 -0.779 0.142 0.028 -0.137
O 16.268 5.087 -6.576 0.24 0.456 0.321
O -17.584 -0.924 24.68 0.4 0.202 0.131
O -22.746 3.473 -5.522 -0.27 -0.059 -0.079
O -23.621 3.212 25.621 -0.33 0.345 0.39
O -12.723 -1.259 -4.551 -0.224 0.232 0.506
O 21.558 -6.123 -6.247 0.392 -0.428 0.059
O -28.775 1.491 -4.248 0.584 0.508 0.081
O -19.026 2.674 -0.516 -0.124 -0.086 -0.457
O 9.828 -7.118 -5.892 -0.475 -0.011 0.408
O 29.08 4.819 -5.43 -0.336 0.385 -0.036
O -20.354 4.673 -5.566 0.098 -0.45 -0.263
O 22.69 -1.632 23.311 -0.156 0.269 0.509
O -20.601 -4.002 -2.964 0.151 0.029 0.128
O 1.705 5.711 -4.682 0.608 -0.032 0.055
O -13.821 1.718 -6.372 0.642 0.068 -0.159
O -0.11 2.345 -3.452 0.074 0.623 0.432
O 23.782 -2.55 -3.842 -0.483 0.185 -0.457
O -16.823 -2.405 -5.408 -0.282 -0.477 0.041
O -18.628 -2.375 -3.502 0.08 -0.035 -0.337
O -19.659 -6.916 -1.285 0.214 0.132 -0.17
O 6.545 5.126 -3.146 -0.206 0.217 0.419
O -25.422 1.462 25.034 -0.217 -0.203 -0.376
O -12.861 -0.396 25.083 -0.26 -0.066 0.17
O -12.865 8.122 -3.324 -0.007 -0.271 -0.499
O 19.768 1.181 -5.701 -0.277 0.112 0.056
O -28.949 2.696 -6.657 0.61 -0.202 -0.536
O -7.877 6.406 -3.121 0.032 0.157 -0.317
O -18.999 -7.656 -3.843 0.517 0.088 0.126
O 0.311 -3.576 24.43 0.106 -0.116 -0.341
O -8.24 -5.925 24.969 0.198 -0.277 0.75
O -16.73 2.447 22.872 -0.245 0.195 0.011
O -5.448 5.193 -3.361 0.217 0.293 -0.161
O 10.323 3.137 24.844 0.322 0.372 0.051
O -22.401 -1.461 -5.299 0.014 -0.409 0.651
O -31.328 6.096 24.493 -0.042 0.074 0.374
O 29.916 -1.754 -3.326 -0.217 -0.04 -0.218
O -20.151 -1.911 -1.394 0.248 -0.099 -0.226
O -11.899 -4.737 -1.242 -0.069 -0.173 -0.199
O 25.831 -4.208 -3.683 0.433 -0.441 -0.688
O -24.571 -0.068 22.215 0.113 0.256 0.322
O -28.811 5.054 -5.628 0.08 0.5 -0.357
O -15.654 -7.184 -7.037 0.01 0.406 -0.139
O 5.346 8.134 22.179 0.119 -0.147 0.58
O 11.42 5.433 -3.394 0.202 0.205 -0.822
O -22.846 3.159 -2.328 0.404 0.069 0.454
O 24.521 2.466 25.063 -0.407 -0.397 0.326
O -14.687 6.769 -6.015 -0.501 -0.381 0.081
O -23.255 -3.454 -1.452 0.339 0.179 -0.354
O -9.38 4.872 22.669 0.029 0.418 0.018
O -12.064 5.668 -2.7 -0.239 -0.543 0.601
O 29.033 -1.616 -0.959 0.018 0.313 0.012
O 3.643 -0.292 24.724 0.097 -0.372 -0.159
O -13.486 -6.866 24.115 0.096 -0.482 0.013
O -12.404 0.77 22.819 0.115 -0.039 0.301
O 9.713 6.523 -6.042 -0.096 -0.093 0.655
O -8.795 -3.484 24.754 -0.243 -0.15 0.144
O 18.833 5.789 25.29 0.265 -0.501 0.137
O 1.407 -6.125 -4.802 0.268 0.057 0.279
O -1.201 -7.89 24.631 0.397 -0.097 0.327
O -6.327 -6.886 -4.264 -0.064 -0.342 0.624
O -2.921 6.984 -3.174 -0.349 0.021 -0.072
O -6.625 8.114 -6.402 -0.052 -0.068 0.032
O -20.67 7.269 -2.369 -0.601 -0.183 -0.179
O -10.824 -0.287 -6.003 0.671 0.256 -0.156
O 2.798 -3.762 25.598 0.124 -0.036 -0.155
O -29.55 -6.211 -6.223 0.119 -0.429 0.646
O 15.269 -0.639 -6.095 -0.088 0.234 -0.009
O 12.399 -5.924 23.177 0.047 0.047 0.16
O -23.138 -7.289 -5.498 -0.037 -0.539 0.489
O 10.542 6.764 25.679 -0.275 -0.146 -0.625
O -20.346 -5.12 -5.33 0.639 -0.021 0.007
O 23.532 -4.654 -2.406 0.485 0.181 0.388
O -29.964 -5.45 -2.634 -0.231 0.281 0.286
O 10.239 6.544 -1.198 0.449 -0.614 -0.035
O 3.549 1.901 -1.288 -0.307 -0.441 -0.412
O -14.478 4.241 -6.36 -0.509 0.06 -0.525
O -8.245 -6.085 -5.851 -0.737 0.198 0.545
O 27.33 2.802 -5.626 0.046 -0.159 0.368
O 24.134 -0.012 -3.578 -0.105 -0.059 -0.221
O 8.42 4.85 25.317 0.203 0.241 0.396
O -31.604 -4.369 -6.203 -0.148 0.285 0.419
O -12.495 5.311 -5.179 -0.116 0.184 -0.07
O 7.59 -5.554 -3.199 0.066 -0.017 -0.441
O 29.568 3.922 25.585 0.181 0.401 -0.236
O 14.207 -0.094 25.562 0.03 -0.235 -0.209
O 7.031 -3.612 -5.574 0.296 -0.135 0.416
O -19.65 0.522 25.357 -0.131 0.683 0.164
O -22.618 0.94 -6.028 0.309 -0.11 -0.311
O 17.415 -0.89 -1.344 0.237 0.22 -0.442
O 0.727 -7.913 -6.577 -0.077 0.035 -0.051
O -21.23 -5.537 25.055 0.046 -0.006 0.127
O -20.659 -8.068 -5.921 -0.242 -0.523 0.057
O -5.811 3.005 25.117 -0.057 0.219 0.333
O 13.721 2.637 -0.381 -0.228 0.2 -0.282
O 26.284 -7.542 -5.514 -0.336 0.074 -0.151
O -9.74 -3.738 -2.25 0.197 -0.025 0.142
O 18.32 4.324 -4.277 -0.443 0.202 -0.127

Results
total energy: -406620.511 eV
total energy less fixed offsets of O -438.25, Si -107.07 eV per atom: -7.711 eV
